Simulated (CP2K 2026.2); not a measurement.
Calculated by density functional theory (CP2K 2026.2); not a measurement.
Periodic cell of 2016 atoms, Si1440O576, from a study of silicon, its oxide and their interface. The atomic structure is a simulated model.
Doubt: the forces sum to 2.11 eV/angstrom along one axis rather than to zero, so they err by at least 0.0010 eV/angstrom per atom on average; the grid cutoff is modest.

Settings: functional PBE; method Gaussian and plane waves; basis set DZVP-MOLOPT-SR-GTH; pseudopotentials GTH-PBE; grid cutoff 350 Ry, relative cutoff 50 Ry; k points Gamma only; occupations fixed; spin none; net charge 0.

Cell vectors (angstrom)
a 65.28 0 0
b 0 16.32 0
c -2.2925 3.6787 33.4694

Atoms and the computed forces on them: element, x, y, z (angstrom), force x, y, z (eV/angstrom)
Si 1.159 15.013 0.498 0.23 -0.018 0.674
Si 3.901 1.633 0.282 0.073 -0.283 0.681
Si 1.742 3.867 0.357 -0.171 0.007 0.744
Si 3.798 6.964 0.06 0.312 -0.036 0.682
Si 1.616 9.22 0.12 -0.123 0.174 0.734
Si 4.292 11.942 0.107 -0.183 0.244 0.691
Si 7.032 14.755 0.478 -0.245 0.044 0.728
Si 8.958 1.41 0.126 0.304 0.012 0.699
Si 6.853 3.719 0.183 -0.032 0.225 0.696
Si 7.304 10.235 33.396 -0.244 0.067 0.652
Si 6.69 9.958 0.244 0.003 -0.294 0.715
Si 58.325 12.293 0.106 0.218 -0.057 0.72
Si 59.186 18.382 33.437 -0.172 0.183 0.706
Si 64.36 1.012 0.004 -0.339 0.324 0.634
Si 61.03 4.294 0.07 0.128 -0.042 0.718
Si 63.767 7.079 0.123 0.267 -0.387 0.559
Si 61.516 9.393 0.176 -0.383 0.224 0.562
Si 63.747 12.587 0.286 -0.06 -0.156 0.719
Si 2.755 16.325 1.551 0.048 -0.01 -0.053
Si 5.408 2.693 1.679 0.009 0.001 -0.047
Si 2.807 5.484 1.613 0.001 0.029 -0.04
Si 5.487 8.157 1.276 -0.024 0.024 -0.074
Si 2.718 10.828 1.432 -0.012 -0.007 -0.049
Si 5.362 13.531 1.526 -0.044 -0.01 -0.068
Si 8.091 16.336 1.77 -0.001 0.008 -0.05
Si 59.873 2.708 1.343 -0.011 -0.004 -0.066
Si 8.086 5.367 1.304 -0.009 -0.009 -0.058
Si 59.847 8.165 1.292 -0.021 -0.015 -0.017
Si 8.034 11.006 1.814 -0.02 -0.021 -0.04
Si 59.926 13.536 1.322 -0.014 -0.002 -0.059
Si 62.598 16.336 1.277 0.033 -0.017 -0.043
Si 0.054 2.66 1.43 -0.015 -0.018 -0.073
Si 62.614 5.438 1.374 -0.023 0.013 -0.067
Si 0.072 8.125 1.482 0 -0.005 -0.046
Si 62.612 10.946 1.516 0.011 0.028 -0.033
Si -0.086 13.606 1.782 -0.036 -0.036 -0.018
Si 1.366 1.354 2.894 -0.016 0.019 0.03
Si 4.116 4.126 2.979 -0.008 -0.02 0.027
Si 1.347 6.768 2.901 0.011 0.019 0.023
Si 4.111 9.474 2.777 0.016 0.009 0.029
Si 1.378 12.165 2.875 0.024 -0.009 0.012
Si 4.067 14.937 2.884 0.002 -0.007 0.033
Si 6.703 1.335 3.053 -0.011 -0.006 0.017
Si 9.449 4.005 2.701 0.017 0.005 0.011
Si 6.779 6.771 2.7 -0.02 0.004 -0.002
Si 9.45 9.477 2.84 0.045 -0.015 0.008
Si 6.649 12.313 3.078 -0.019 0.03 0.025
Si 58.569 14.95 2.675 0 0.002 0.02
Si 61.257 1.365 2.684 -0.009 -0.034 0.004
Si 63.942 4.047 2.737 0.012 0.025 0.008
Si 61.231 6.826 2.721 -0.012 0.005 0.028
Si 63.995 9.542 2.815 0.002 -0.014 0.023
Si 61.198 12.246 2.831 -0.017 0.012 0.024
Si 63.825 15.064 2.92 -0.029 0.064 0.022
Si -0.023 16.357 4.255 0 -0.02 -0.01
Si 2.696 2.74 4.253 0.002 -0.025 -0.02
Si -0.03 5.39 4.188 -0.013 0.002 0.006
Si 2.73 8.162 4.196 0.032 -0.006 -0.015
Si 0.026 10.85 4.246 -0.014 -0.018 0.013
Si 2.694 13.577 4.225 0.013 -0.004 -0.011
Si 5.364 16.263 4.327 0 -0.004 0.01
Si 8.137 2.747 4.226 0.01 0.018 -0.023
Si 5.487 5.496 4.234 0.019 0.009 0.022
Si 8.093 8.099 4.154 -0.008 -0.009 0
Si 5.343 10.828 4.286 -0.027 -0.012 -0.006
Si 8.146 13.651 4.273 -0.004 0.005 -0.009
Si 59.894 16.319 4.069 0.007 -0.013 -0.001
Si 62.573 2.716 4.112 0.015 -0.017 -0.001
Si 59.869 5.441 4.084 0.006 0.011 -0.012
Si 62.581 8.171 4.125 -0.01 -0.018 -0.006
Si 59.874 10.851 4.171 -0.006 0.012 -0.006
Si 62.511 13.626 4.218 0.013 -0.001 0.004
Si 1.332 14.979 16.51 0.01 -0.005 -0.01
Si 4.059 17.693 16.489 -0.005 -0.003 -0.011
Si 1.329 4.124 16.497 0.011 0.009 -0.009
Si 4.052 6.817 16.478 0.007 -0.005 -0.007
Si 1.364 9.551 16.517 0.013 0.003 0.003
Si 4.059 12.224 16.525 -0.009 0.011 -0.004
Si 6.789 14.942 16.467 -0.008 -0.008 -0.007
Si 58.453 17.684 16.438 -0.008 0.003 -0.006
Si 6.798 4.063 16.445 -0.001 -0.001 -0.01
Si 58.449 6.811 16.38 0.006 -0.003 -0.01
Si 6.783 9.502 16.467 0 -0.004 -0.003
Si 58.485 12.271 16.427 0.009 -0.003 -0.003
Si 61.176 14.982 16.496 0.001 0.001 -0.003
Si 63.867 17.701 16.505 -0.002 0 -0.002
Si 61.183 4.088 16.458 -0.009 0 -0.001
Si 63.898 6.829 16.502 0.015 0 -0.009
Si 61.183 9.568 16.467 0.012 0.013 -0.004
Si 63.893 12.304 16.503 -0.006 0.004 -0.006
Si 2.684 16.355 17.861 0.022 -0.004 0.01
Si 5.455 2.715 17.834 0.002 -0.001 -0.013
Si 2.702 5.481 17.867 -0.022 0.007 0.025
Si 5.414 8.158 17.852 -0.001 0 0.009
Si 2.704 10.891 17.949 -0.01 -0.009 0.002
Si 5.439 13.583 17.863 0.005 0.01 0.023
Si 8.193 16.314 17.767 0.024 0.01 -0.02
Si 59.804 2.731 17.802 0.002 0.01 0.009
Si 8.15 5.427 17.799 0.017 0.004 0.013
Si 59.817 8.147 17.756 -0.01 0.001 -0.011
Si 8.193 10.853 17.778 0.001 0.007 -0.018
Si 59.804 13.632 17.863 0 -0.01 -0.002
Si 62.537 16.317 17.896 0 -0.009 0.015
Si -0.084 2.804 17.839 -0.015 0.008 -0.017
Si 62.515 5.462 17.848 0 0.007 -0.009
Si 0.011 8.177 17.859 -0.006 -0.023 0.01
Si 62.509 10.974 17.854 -0.011 0.002 0.011
Si -0.028 13.649 17.907 -0.007 0.023 -0.01
Si 1.275 17.77 19.157 0.008 -0.033 -0.022
Si 4.111 4.115 19.178 0.016 0.001 -0.038
Si 1.355 6.83 19.29 -0.002 0.023 -0.029
Si 4.088 9.492 19.296 0.005 -0.012 -0.003
Si 1.311 12.29 19.293 0.035 -0.006 0.006
Si 4.055 14.971 19.208 -0.002 -0.002 -0.043
Si 6.847 17.648 19.154 -0.018 -0.01 -0.006
Si 58.402 4.126 19.086 0.018 0.004 -0.033
Si 6.77 6.775 19.193 -0.007 -0.014 -0.03
Si 58.436 9.482 19.073 -0.001 0.006 -0.021
Si 6.865 12.193 19.17 -0.029 0.014 -0.024
Si 9.569 14.983 19.127 0.015 -0.017 -0.015
Si 61.137 17.684 19.209 -0.029 0.003 -0.031
Si 63.873 4.167 19.27 0.026 -0.011 0.007
Si 61.127 6.806 19.189 -0.025 -0.012 0.001
Si 63.908 9.591 19.13 0.019 0.007 -0.029
Si 61.158 12.326 19.284 0.03 -0.005 -0.004
Si 63.928 15.009 19.333 -0.002 0.016 -0.004
Si -0.055 16.539 20.656 -0.047 -0.003 0.038
Si 2.666 2.799 20.454 -0.009 0.047 0.054
Si -0.055 5.514 20.696 0.011 0.031 0.063
Si 2.746 8.147 20.729 -0.018 -0.007 0.025
Si -0.064 10.895 20.614 -0.01 -0.022 0.044
Si 2.647 13.687 20.647 0.026 0.025 0.039
Si 5.502 16.303 20.535 -0.017 -0.005 0.06
Si 8.243 2.671 20.467 0.016 -0.001 0.057
Si 5.436 5.423 20.636 -0.014 0.007 0.035
Si 8.222 8.114 20.468 0.004 0.018 0.066
Si 5.528 10.843 20.587 0.009 0.009 0.046
Si 8.217 13.598 20.504 0.008 -0.001 0.015
Si 59.823 16.34 20.68 0.01 0.006 0.074
Si 62.446 2.799 20.546 0.02 -0.003 0.065
Si 59.677 5.504 20.541 -0.035 -0.012 0.058
Si 62.538 8.217 20.431 0.016 -0.026 0.059
Si 59.751 10.825 20.473 0.01 0.002 0.024
Si 62.559 13.666 20.749 -0.024 -0.003 0.038
Si 1.591 15.455 21.916 -0.169 -0.317 -0.699
Si 3.895 17.572 21.664 0.156 0.053 -0.732
Si 1.58 4.307 21.915 -0.245 -0.12 -0.767
Si 3.858 6.492 22.073 0.247 0.299 -0.709
Si 1.119 9.365 21.955 0.255 0.108 -0.707
Si 4.294 12.452 21.791 -0.143 -0.164 -0.754
Si 6.577 14.63 21.84 0.128 0.224 -0.749
Si 58.526 17.95 21.815 -0.074 -0.237 -0.698
Si 7.11 4.246 21.798 -0.203 -0.23 -0.694
Si 57.953 6.573 21.772 0.26 0.123 -0.698
Si 6.989 9.478 21.907 -0.206 0.007 -0.724
Si 9.925 12.587 21.762 -0.31 -0.356 -0.7
Si 61.533 15.376 22.063 -0.175 -0.211 -0.742
Si 63.647 17.761 22.03 0.248 0.129 -0.682
Si 60.756 3.848 21.782 0.139 0.184 -0.736
Si -1.206 7.24 21.888 -0.019 -0.309 -0.692
Si 61.318 9.663 21.776 -0.199 -0.146 -0.676
Si 63.571 11.889 21.995 0.233 0.354 -0.713
Si 53.242 4.954 29.284 -0.012 0.025 0.081
Si 54.262 7.996 26.695 -0.002 0.047 0.02
Si 0.55 3.603 27.138 0.065 0.237 -0.034
Si 4.571 13.213 28.842 -0.037 -0.128 0.05
Si 59.839 18.686 26.472 -0.124 0.163 0.027
Si 60.987 10.489 30.665 0.206 0.051 0.125
Si 60.538 9.108 24.717 0.016 -0.008 -0.13
Si 54.921 11.964 31.44 -0.011 0.008 -0.017
Si 3.998 15.633 25.626 0.045 -0.083 -0.051
Si 58.299 14.705 28.695 -0.031 0.03 0.028
Si 0.68 17.578 31.835 -0.018 -0.093 0.011
Si -1.806 9.987 28.94 -0.076 0.022 0.074
Si 60.771 4.697 24.688 -0.084 0.006 -0.139
Si 58.602 6.825 24.717 -0.017 -0.033 -0.107
Si 57.617 17.672 24.78 -0.056 -0.024 -0.132
Si 4.06 4.272 29.315 0.009 0.05 -0.056
Si -0.182 12.148 27.642 -0.074 0.056 -0.112
Si 62.76 8.143 26.634 -0.044 -0.13 0.019
Si 60.373 7.762 31.04 0.027 -0.012 0.094
Si 5.139 8.253 24.166 0.044 -0.057 0.037
Si 3.391 3.808 26.612 0.033 -0.021 0.022
Si 61.474 14.274 24.984 0.089 0.006 -0.085
Si 2.88 19.709 31.877 0.018 0.069 0.035
Si 4.492 18.352 24.547 0.003 -0.104 -0.093
Si 53.779 16.382 29.463 0.052 -0.041 -0.077
Si -0.355 3.463 24.145 -0.037 -0.095 -0.108
Si 57.647 3.557 31.054 0.031 0.101 0.123
Si 1.318 14.726 24.864 0.025 0.081 -0.037
Si 58.679 4.5 28.31 0.065 -0.012 0.075
Si 3.144 15.723 28.681 -0.07 0.021 0.051
Si 3.029 10.645 24.047 -0.043 -0.095 -0.095
Si 2.797 11.304 27.078 -0.032 0.046 0.017
Si 2.195 5.958 27.718 -0.144 -0.091 0.048
Si 63 5.074 30.627 -0.103 -0.022 0.103
Si 56.039 14.713 30.761 0.066 -0.081 0.046
Si 63.138 16.211 29.098 -0.05 -0.061 0.052
Si 54.499 11.117 26.693 -0.047 -0.04 -0.134
Si 59.355 12.037 24.722 -0.003 0.083 -0.137
Si 7.073 3.22 24.751 0.059 0.053 -0.054
Si 60.654 16.125 27.451 -0.027 -0.098 0.041
Si -1.02 12.828 24.947 -0.148 0.017 -0.04
Si 60.023 13.308 30.855 0.016 0.114 0.224
Si 7.942 5.521 26.601 0.131 -0.015 -0.11
Si -1.724 7.886 31.139 -0.034 -0.059 -0.083
Si 7.077 15.072 24.878 0.106 0.006 -0.12
Si 3.379 8.504 28.382 0.052 -0.033 0.076
Si 63.306 6.179 24.633 0.085 -0.051 0.014
Si -0.95 18.774 29.654 -0.006 0.057 0.147
Si 52.445 7.65 30.664 0.036 -0.157 0.017
Si 8.057 12.4 26.327 0.076 -0.011 0.035
Si 0.331 15.303 27.646 0.08 -0.164 -0.016
Si 62.865 14.531 31.564 -0.064 -0.03 0.06
Si 3.223 9.161 31.485 -0.07 -0.045 0.019
Si 61.07 6.21 28.573 0.092 0.07 0.016
Si 1.324 14.947 5.575 0.007 0.008 0.003
Si 4.017 1.355 5.621 -0.001 -0.002 0.013
Si 1.326 4.082 5.595 -0.003 0.001 0.004
Si 4.074 6.813 5.576 -0.002 0.006 0.012
Si 1.373 9.497 5.594 0.014 0.005 0.001
Si 4.014 12.219 5.624 -0.002 0.002 0
Si 6.784 14.967 5.651 0.006 -0.007 0.011
Si 9.506 1.373 5.554 -0.009 -0.002 0.007
Si 6.799 4.105 5.594 -0.007 -0.01 0.005
Si 9.462 6.742 5.511 -0.005 0.001 -0.011
Si 6.758 9.467 5.565 0.022 0.005 0.001
Si 9.443 12.212 5.591 -0.009 -0.021 0.01
Si 61.168 14.984 5.549 -0.002 0.012 0.01
Si 63.897 1.403 5.568 0.001 0.01 0.008
Si 61.211 4.083 5.471 0.005 0.006 0
Si 63.901 6.79 5.517 0.003 0.011 0.006
Si 61.242 9.514 5.526 0.013 -0.006 0.01
Si 63.916 12.252 5.542 0.002 0.013 -0.002
Si 2.666 16.307 6.962 -0.007 0.005 -0.007
Si 5.412 2.727 6.931 0.002 0.009 -0.004
Si 2.702 5.447 6.93 0.001 -0.004 0
Si 5.407 8.153 6.962 -0.007 -0.005 -0.007
Si 2.67 10.875 6.987 0 0.007 0.006
Si 5.409 13.573 6.962 0.01 -0.003 -0.01
Si 8.145 16.35 6.949 -0.002 0.001 0.007
Si 10.866 2.718 6.892 -0.006 -0.002 -0.008
Si 8.139 5.442 6.954 -0.003 -0.004 -0.001
Si 10.832 8.123 6.855 -0.001 0.01 0.001
Si 8.097 10.842 6.934 -0.005 0.02 0.008
Si 10.838 13.592 6.891 -0.01 0.02 -0.009
Si 62.543 16.336 6.906 0.005 0 0.004
Si -0.03 2.734 6.957 -0.004 -0.002 0
Si 62.546 5.435 6.881 0.003 0 -0.005
Si -0.014 8.132 6.911 0.005 -0.017 0.001
Si 62.573 10.881 6.905 -0.011 -0.008 -0.002
Si -0.028 13.598 6.937 0.005 -0.004 0.007
Si 1.319 1.359 8.316 -0.01 -0.01 0.004
Si 4.048 4.079 8.297 0.003 -0.004 -0.007
Si 1.34 6.796 8.299 0.006 0.005 -0.003
Si 4.049 9.518 8.321 0.01 0.01 0
Si 1.316 12.247 8.323 -0.006 -0.009 0.001
Si 4.046 14.952 8.308 -0.004 0.003 -0.012
Si 6.765 1.372 8.301 0.02 0.009 -0.004
Si 9.501 4.063 8.272 0.008 0.011 0.004
Si 6.764 6.788 8.309 0.004 0.006 0.001
Si 9.489 9.483 8.251 -0.012 -0.011 -0.008
Si 6.758 12.208 8.311 -0.015 -0.025 0.014
Si 9.49 14.949 8.272 -0.004 -0.008 -0.004
Si 61.188 1.38 8.252 0.001 -0.001 -0.004
Si 63.893 4.104 8.291 0.006 0.006 0.001
Si 61.197 6.8 8.248 0.001 -0.006 -0.005
Si 63.921 9.515 8.273 0.011 0.019 -0.005
Si 61.203 12.244 8.255 0.012 0.013 -0.006
Si 63.897 14.974 8.281 0 0 -0.001
Si -0.035 16.321 9.672 -0.003 0.003 0.002
Si 2.691 2.719 9.667 0.003 0.002 -0.002
Si -0.021 5.447 9.664 -0.002 -0.004 0
Si 2.687 8.158 9.672 0 0.004 -0.001
Si -0.029 10.877 9.669 0.006 0.006 0.008
Si 2.684 13.606 9.678 -0.002 -0.013 0
Si 5.406 16.321 9.659 0.005 -0.001 -0.006
Si 8.131 2.722 9.646 -0.009 -0.001 0.003
Si 5.401 5.432 9.667 -0.003 -0.002 0.003
Si 8.127 8.155 9.642 -0.002 0.004 0.004
Si 5.397 10.874 9.684 -0.002 0.003 0.008
Si 8.126 13.59 9.638 0.004 0.008 0
Si 59.836 16.325 9.603 -0.007 -0.002 -0.005
Si 62.537 2.732 9.639 0.003 0.005 0
Si 59.838 5.438 9.603 0.005 -0.002 -0.003
Si 62.552 8.159 9.627 -0.002 -0.011 -0.007
Si 59.844 10.878 9.605 -0.003 -0.005 -0.005
Si 62.547 13.604 9.637 0.002 -0.002 0.001
Si 1.328 14.969 11.042 0.003 0.009 -0.003
Si 4.048 1.356 11.034 0.001 -0.005 -0.001
Si 1.334 4.085 11.03 -0.003 0.001 0.003
Si 4.046 6.796 11.032 0.001 -0.002 -0.002
Si 1.336 9.528 11.034 0.002 0.007 -0.002
Si 4.041 12.244 11.039 0.002 -0.003 0.001
Si 6.765 14.95 11.009 0 -0.01 0.001
Si 9.49 1.343 10.979 -0.007 0.005 -0.005
Si 6.765 4.07 11.016 0.011 0.002 -0.001
Si 9.486 6.783 10.979 0 0 -0.002
Si 6.768 9.508 11.015 -0.001 0.005 -0.004
Si 9.492 12.22 10.977 -0.003 -0.001 0.001
Si 61.19 14.974 10.986 0.004 0.005 -0.002
Si 63.892 1.377 11.018 -0.003 -0.005 0.001
Si 61.186 4.095 10.999 -0.005 0.002 0.003
Si 63.903 6.815 11.019 0.013 0.011 0.003
Si 61.2 9.529 10.988 0.009 0.007 0
Si 63.901 12.253 11.021 -0.003 -0.012 0
Si 2.688 16.325 12.411 -0.003 -0.005 0.006
Si 5.412 2.714 12.393 0.005 0.006 0.004
Si 2.687 5.446 12.401 0.003 -0.001 0
Si 5.411 8.156 12.387 0.009 0.006 0.003
Si 2.686 10.889 12.406 0.001 0.002 0.004
Si 5.405 13.604 12.392 -0.007 0.001 0.002
Si 8.132 16.311 12.355 0.006 -0.001 0
Si 10.856 2.712 12.31 0 0.001 0
Si 8.126 5.436 12.356 -0.003 0.004 0.006
Si 10.843 8.153 12.316 -0.01 0.003 0.001
Si 8.123 10.879 12.355 -0.01 -0.012 -0.001
Si 10.865 13.584 12.318 0.004 0 0
Si 62.537 16.33 12.371 -0.001 0.004 -0.002
Si -0.025 2.728 12.393 0 -0.005 -0.002
Si 62.544 5.452 12.376 -0.001 -0.001 0.001
Si -0.025 8.177 12.396 0.004 0.004 0.001
Si 62.548 10.889 12.377 0 0.01 0.001
Si -0.027 13.609 12.405 0.001 -0.009 0.006
Si 1.33 17.695 13.773 0.001 0.001 0.001
Si 4.05 4.082 13.757 -0.004 0.008 0.002
Si 1.332 6.822 13.763 -0.008 0.005 0.001
Si 4.059 9.527 13.751 0.003 -0.001 -0.005
Si 1.333 12.253 13.779 0.007 -0.006 0.005
Si 4.049 14.958 13.773 0.008 -0.007 0
Si 6.782 17.665 13.742 0.002 -0.012 0.006
Si 9.498 4.068 13.686 -0.006 0.001 -0.006
Si 6.772 6.788 13.739 0.006 -0.005 0.001
Si 9.482 9.506 13.689 -0.001 0.007 0.002
Si 6.767 12.231 13.738 0.003 0.004 0.001
Si 9.5 14.938 13.69 -0.001 -0.001 0.005
Si 61.174 17.69 13.725 -0.001 0.005 -0.002
Si 63.899 4.093 13.753 0.016 -0.002 0.004
Si 61.192 6.824 13.735 0.004 0 0.013
Si 63.91 9.548 13.766 0.005 0.002 0.002
Si 61.193 12.264 13.723 0.006 -0.007 0.002
Si 63.894 14.988 13.756 -0.012 0.012 0.002
Si -0.033 16.342 15.144 0.001 -0.007 0.008
Si 2.688 2.74 15.138 0.003 -0.004 0.003
Si -0.032 5.467 15.123 -0.005 -0.001 0.004
Si 2.699 8.187 15.123 0.003 0.004 -0.001
Si -0.022 10.908 15.16 0.001 0.005 0.006
Si 2.696 13.599 15.157 -0.004 0.002 0.005
Si 5.418 16.318 15.124 -0.003 0.008 0.006
Si 8.165 2.71 15.076 0.009 0.013 0.006
Si 5.413 5.438 15.117 0 -0.002 0
Si 8.139 8.153 15.083 -0.004 0.01 0.005
Si 5.414 10.878 15.126 -0.004 -0.011 0.008
Si 8.141 13.593 15.075 0.002 -0.004 0.007
Si 59.825 16.325 15.092 0.002 0 0.002
Si 62.53 2.722 15.099 -0.005 -0.008 -0.001
Si 59.827 5.438 15.065 -0.002 -0.007 -0.004
Si 62.548 8.19 15.121 0.001 0.003 0.003
Si 59.83 10.901 15.067 -0.004 0.003 0
Si 62.531 13.631 15.113 0.001 -0.006 -0.006
Si 17.323 15.103 0.1 0.137 -0.064 0.717
Si 20.271 1.582 0.181 0.075 -0.263 0.69
Si 17.978 3.746 0.044 -0.198 0.241 0.747
Si 20.141 7.057 0.156 0.11 -0.135 0.74
Si 17.901 9.218 0.068 -0.195 0.12 0.702
Si 20.646 11.88 0.004 -0.08 0.171 0.677
Si 23.489 14.667 0.075 -0.182 0.035 0.689
Si 25.593 1.655 0.182 0.036 -0.159 0.746
Si 23.398 3.876 0.139 -0.148 0.117 0.708
Si 26.175 6.529 0.147 -0.246 0.103 0.759
Si 22.788 9.765 0.501 -0.134 0.096 0.512
Si 9.22 12.538 0.534 0.179 -0.011 0.667
Si 10.254 18.287 33.376 -0.175 0.191 0.751
Si 15.2 1.044 0.114 -0.122 0.058 0.757
Si 11.873 4.365 0.023 0.007 -0.214 0.74
Si 14.663 6.932 0.156 0.258 -0.251 0.629
Si 9.919 12.687 33.385 -0.279 0.517 0.54
Si 14.505 12.195 0.192 0.148 0.11 0.576
Si 18.985 16.28 1.343 0.016 -0.016 -0.055
Si 21.798 2.756 1.471 0.035 0.006 -0.027
Si 18.995 5.415 1.375 0.014 -0.004 -0.054
Si 21.577 8.173 1.63 -0.041 -0.026 -0.034
Si 19.024 10.821 1.37 0.013 -0.02 -0.054
Si 21.779 13.545 1.288 -0.014 0.026 -0.071
Si 24.52 16.288 1.414 0.01 0.037 -0.038
Si 10.73 2.635 1.204 -0.002 0.016 -0.049
Si 24.526 5.445 1.446 0.002 0 -0.035
Si 10.682 8.058 1.385 -0.035 -0.011 -0.044
Si 24.397 10.99 1.599 0.028 0.031 -0.027
Si 10.949 13.69 1.472 0.049 0.027 -0.03
Si 13.581 16.197 1.341 0.005 -0.007 -0.072
Si 16.34 2.663 1.36 0.006 -0.009 -0.061
Si 13.464 5.388 1.432 -0.052 -0.016 -0.043
Si 16.275 8.11 1.387 0.011 0.018 -0.029
Si 13.227 10.741 1.409 -0.033 -0.099 -0.037
Si 16.162 13.481 1.357 -0.013 -0.006 -0.053
Si 17.672 1.32 2.767 -0.015 -0.002 0.036
Si 20.399 4.117 2.773 -0.014 0.003 0.023
Si 17.598 6.734 2.759 0.002 0.003 0.015
Si 20.249 9.541 2.922 0.019 0.026 0.049
Si 17.62 12.195 2.681 -0.008 0.006 0.009
Si 20.378 14.904 2.646 0.015 0.007 0.028
Si 23.11 1.302 2.771 0.003 0.009 0.006
Si 25.817 4.107 2.891 -0.001 0.02 0.034
Si 23.096 6.791 2.769 -0.015 -0.026 0.001
Si 25.787 9.523 2.781 0.011 0.019 0.017
Si 23.046 12.343 2.879 -0.026 -0.016 0.037
Si 9.585 14.987 2.918 -0.015 -0.033 0.029
Si 12.157 1.312 2.612 0.01 -0.003 -0.014
Si 14.906 4.013 2.691 0.019 -0.008 0
Si 12.127 6.78 2.791 -0.009 0.002 0.018
Si 14.839 9.501 2.683 -0.027 0.014 0.024
Si 12.092 12.178 2.857 0.015 0.026 0.007
Si 14.877 14.857 2.781 0.013 0.013 0.029
Si 16.263 16.273 4.09 0.006 -0.015 -0.023
Si 19.025 2.713 4.098 -0.004 -0.005 -0.009
Si 16.232 5.381 4.095 0.006 0.014 -0.003
Si 18.91 8.109 4.174 0.007 -0.003 0.002
Si 16.232 10.848 4.054 -0.012 -0.012 -0.019
Si 18.997 13.567 4.034 0.029 -0.012 0.006
Si 21.711 16.269 4.073 0.002 -0.013 -0.01
Si 24.451 2.68 4.149 0.009 0.008 -0.018
Si 21.75 5.441 4.143 -0.002 0.012 0.013
Si 24.45 8.151 4.124 -0.003 -0.005 0.024
Si 21.702 10.904 4.178 0 -0.014 -0.018
Si 24.5 13.665 4.129 -0.001 0.011 -0.005
Si 10.907 16.371 4.197 0.031 0.003 0.005
Si 13.529 2.652 4.027 -0.014 -0.02 0.017
Si 10.79 5.369 4.113 0.006 0.006 -0.009
Si 13.531 8.144 4.107 -0.016 0.009 -0.005
Si 10.77 10.839 4.226 -0.007 0.017 0.007
Si 13.527 13.526 4.162 0.006 0.017 -0.008
Si 17.745 14.925 16.258 0.002 -0.002 -0.004
Si 20.461 17.656 16.23 -0.013 0.003 -0.013
Si 17.712 4.061 16.204 0.003 -0.005 -0.026
Si 20.46 6.824 16.259 0.001 0.006 0.004
Si 17.752 9.551 16.276 0.011 0.005 0.002
Si 20.445 12.21 16.305 -0.012 0.008 0.012
Si 23.107 14.96 16.242 -0.007 0.011 0.001
Si 9.559 17.664 16.406 0.004 -0.003 -0.003
Si 23.176 4.107 16.254 0.017 0.004 -0.002
Si 9.51 6.793 16.432 0.006 -0.018 -0.009
Si 23.171 9.524 16.29 0.006 0.017 0.006
Si 9.524 12.227 16.404 0.017 -0.008 -0.006
Si 12.252 14.937 16.354 -0.006 -0.019 -0.02
Si 14.988 17.668 16.271 -0.009 0.007 -0.003
Si 12.245 4.056 16.322 -0.018 -0.014 -0.012
Si 14.97 6.757 16.246 0.014 -0.009 -0.018
Si 12.223 9.482 16.318 -0.008 -0.005 -0.012
Si 15.013 12.248 16.329 -0.004 0.011 0.011
Si 19.148 16.256 17.579 0.04 0.007 0.01
Si 21.836 2.699 17.56 -0.018 -0.016 -0.019
Si 19.118 5.383 17.524 -0.01 0.003 0.011
Si 21.803 8.188 17.657 -0.005 -0.015 -0.008
Si 19.118 10.861 17.716 0 -0.025 -0.003
Si 21.776 13.606 17.649 -0.015 0.009 0.023
Si 24.461 16.362 17.536 -0.024 0.008 -0.017
Si 10.963 2.692 17.743 0.004 0.021 0.019
Si 24.459 5.497 17.673 -0.03 0.002 0.018
Si 10.916 8.144 17.763 -0.001 0.008 -0.007
Si 24.563 10.873 17.636 -0.002 0.014 -0.005
Si 10.897 13.592 17.743 -0.001 -0.002 0.011
Si 13.673 16.287 17.643 0.005 0.001 -0.016
Si 16.324 2.766 17.572 -0.01 -0.002 0.014
Si 13.606 5.427 17.636 0.005 0.01 -0.006
Si 16.377 8.124 17.505 -0.008 -0.01 -0.008
Si 13.597 10.863 17.598 0.004 0.017 0.004
Si 16.421 13.608 17.677 0.007 -0.003 0.001
Si 17.756 17.689 18.757 0.011 -0.008 -0.038
Si 20.527 4.083 18.89 0.014 0.015 -0.02
Si 17.738 6.741 18.801 -0.015 0.026 -0.041
Si 20.489 9.493 19.103 -0.012 0.002 0.003
Si 17.783 12.264 19.06 0.03 0.024 -0.007
Si 20.429 14.928 19.087 -0.016 0.004 -0.035
Si 23.134 17.675 18.973 0.003 -0.018 0.005
Si 9.572 4.048 19.08 0.006 -0.005 -0.039
Si 23.089 6.868 19.105 0.032 -0.03 -0.018
Si 9.573 9.51 19.139 0.011 0.007 -0.015
Si 23.223 12.282 18.943 0.022 -0.001 -0.014
Si 25.818 14.966 18.789 0.002 -0.021 -0.037
Si 12.426 17.662 19.053 -0.013 0.017 -0.032
Si 14.966 4.106 18.989 0.011 -0.018 -0.037
Si 12.299 6.747 19.073 -0.003 0.003 -0.008
Si 14.979 9.441 18.817 -0.017 -0.026 -0.042
Si 12.3 12.204 19.029 0.001 -0.027 -0.033
Si 15.061 14.982 19.013 -0.013 0.005 -0.017
Si 16.439 16.472 20.211 -0.031 0.033 0.07
Si 19.125 2.685 20.082 -0.014 0.006 0.055
Si 16.357 5.518 20.224 -0.002 0.019 0.061
Si 19.1 7.921 20.258 0.057 -0.034 0.021
Si 16.352 10.761 20.122 0.009 0.018 0.031
Si 19.054 13.61 20.575 0.019 0.001 0.045
Si 21.854 16.31 20.414 -0.014 0.007 0.075
Si 24.479 2.733 20.293 -0.053 0.022 0.07
Si 21.706 5.429 20.429 -0.019 0.009 0.028
Si 24.51 8.221 20.479 -0.003 -0.002 0.05
Si 21.92 10.967 20.357 -0.001 0.013 0.027
Si 24.522 13.717 20.294 -0.034 -0.005 0.038
Si 11.073 16.316 20.394 -0.008 -0.009 0.045
Si 13.78 2.701 20.462 0.006 0 0.053
Si 10.97 5.373 20.447 -0.007 -0.004 0.069
Si 13.735 8.125 20.311 -0.003 -0.014 0.066
Si 10.95 10.877 20.477 -0.015 0.014 0.042
Si 13.776 13.524 20.327 0.005 -0.016 0.088
Si 17.829 15.355 21.678 -0.125 -0.361 -0.674
Si 20.15 17.473 21.499 0.206 0.076 -0.747
Si 17.766 4.069 21.325 -0.002 0.053 -0.493
Si 19.919 6.26 21.793 0.187 0.113 -0.726
Si 17.548 9.208 21.333 -0.048 -0.065 -0.575
Si 20.861 12.55 21.723 -0.236 -0.023 -0.753
Si 23.079 14.818 21.827 0.136 0.251 -0.671
Si 9.884 17.837 21.696 -0.098 -0.086 -0.671
Si 23.356 4.324 21.652 -0.087 -0.189 -0.691
Si 9.359 6.49 21.73 0.239 0.211 -0.729
Si 23.161 9.615 21.853 0.232 0.147 -0.698
Si 26.081 12.641 21.629 -0.113 -0.318 -0.748
Si 12.275 14.717 21.632 0.221 0.248 -0.696
Si 15.631 18.143 21.691 -0.212 -0.053 -0.728
Si 12.106 3.738 21.712 0.07 0.142 -0.711
Si 15.361 7.1 21.673 -0.087 -0.124 -0.722
Si 12.594 9.657 21.626 -0.209 -0.052 -0.661
Si 14.861 11.808 21.536 0.036 0.176 -0.724
Si 6.494 3.563 30.811 -0.048 0.06 0.099
Si 7.341 10.485 28.589 0.161 -0.054 -0.007
Si 17.045 16.894 26.781 -0.055 -0.063 0.01
Si 21.128 12.295 28.357 0.014 0.078 -0.11
Si 11.521 18.317 26.15 0.004 0.04 -0.05
Si 12.473 10.917 30.779 0.109 0 0.07
Si 11.527 9.067 24.455 0.007 0.001 -0.156
Si 6.34 14.674 31.726 0.011 -0.091 0.035
Si 20.118 14.859 25.326 0.083 0.023 -0.046
Si 9.809 13.961 28.063 0.073 -0.061 -0.06
Si 17.08 17.589 31.598 -0.026 -0.089 0.031
Si 13.645 8.959 28.595 -0.148 -0.017 0.059
Si 12.489 4.468 24.631 0.035 0.017 -0.034
Si 10.219 6.497 24.7 -0.051 -0.004 -0.118
Si 9.102 17.35 24.576 -0.084 -0.087 -0.07
Si 20.195 4.324 28.884 0.055 -0.026 0.031
Si 18.154 11.837 28.315 -0.048 -0.082 0.008
Si 14.196 9.506 25.682 0.001 -0.057 -0.133
Si 10.971 6.143 31.525 -0.003 -0.084 0.114
Si 21.16 8.194 23.723 -0.067 -0.016 -0.028
Si 18.796 19.155 26.537 0.003 0.089 0.084
Si 13.513 14.599 24.483 0.025 -0.033 -0.178
Si 19.298 19.721 31.654 0.09 0.048 0.083
Si 20.513 17.917 24.455 0.098 -0.145 -0.069
Si 5.379 16.957 30.099 0.051 0.017 0.024
Si 16.029 16.229 24.002 0.048 -0.019 -0.271
Si 9.45 3.687 30.814 0.029 -0.062 0.141
Si 18.024 12.66 25.286 0.048 0.096 -0.073
Si 10.314 4.183 28.011 0.042 0.05 0.085
Si 20.105 15.096 28.427 0.071 -0.111 0.145
Si 19.378 10.602 23.53 0.152 -0.047 -0.083
Si 19.375 6.835 27.524 0.066 -0.001 0.06
Si 17.047 5.3 26.418 -0.097 0.016 0.034
Si 15.234 5.068 29.004 0.026 -0.048 0
Si 7.01 14.856 28.941 0.028 0.006 0.124
Si 14.401 15.668 29.278 0.112 0.036 -0.089
Si 5.577 11.019 30.874 0.148 0.049 0.125
Si 8.995 10.906 23.925 0.021 0.026 -0.076
Si 23.133 2.828 24.235 -0.082 0.047 0.003
Si 12.368 15.591 27.081 -0.033 -0.021 0.053
Si 15.248 12.185 24.441 -0.054 -0.032 -0.028
Si 9.648 11.895 30.368 -0.144 0.038 0.068
Si 25.07 6.559 27.011 -0.036 0.014 -0.124
Si 15.722 7.518 30.53 -0.018 0 0.129
Si 22.522 13.184 25.902 0.035 -0.031 0.051
Si 18.142 8.992 29.242 -0.101 0.047 0.083
Si 14.782 6.485 24.671 -0.034 0.057 -0.071
Si 15.598 18.198 29.075 0.022 0.076 0.031
Si 6.222 7.959 27.198 -0.058 0.238 -0.062
Si 25.708 11.129 26.825 0.017 -0.011 0.013
Si 17.235 14.648 28.735 0.016 -0.005 -0.012
Si 13.528 13.853 31.542 0.081 -0.153 0.127
Si 19.934 9.615 31.532 0.006 -0.007 0.3
Si 12.313 6.309 28.666 0.027 0.011 0.038
Si 17.649 14.926 5.427 0.009 -0.009 -0.002
Si 20.375 1.333 5.44 0.003 0.001 0.008
Si 17.632 4.051 5.446 0.006 -0.009 0.004
Si 20.358 6.79 5.477 0.011 0.004 0.011
Si 17.557 9.497 5.475 -0.003 -0.008 0.007
Si 20.327 12.254 5.481 -0.004 0.015 0.003
Si 23.106 14.984 5.469 0.01 0.013 0.007
Si 25.853 1.329 5.458 0.001 0.011 0.004
Si 23.092 4.052 5.484 0 0 0.004
Si 25.837 6.811 5.475 0.005 0.003 0
Si 23.093 9.52 5.471 -0.005 0.002 0.005
Si 25.845 12.244 5.439 -0.004 -0.001 0.005
Si 12.216 14.94 5.522 -0.003 -0.018 0.003
Si 14.892 1.319 5.434 0.005 0.001 -0.01
Si 12.194 4.025 5.443 0.007 -0.015 -0.002
Si 14.885 6.763 5.456 -0.004 0.003 0.005
Si 12.2 9.496 5.513 0.022 -0.018 -0.004
Si 14.924 12.196 5.483 0.012 0.005 0.001
Si 19.006 16.296 6.79 0.006 0.004 -0.01
Si 21.731 2.689 6.817 0.002 -0.006 0
Si 18.996 5.412 6.812 -0.005 0.007 -0.009
Si 21.731 8.153 6.815 0.001 0.004 0.003
Si 18.969 10.858 6.803 -0.004 -0.004 -0.009
Si 21.736 13.603 6.804 0.001 -0.003 -0.009
Si 24.476 16.325 6.824 -0.015 0 0.001
Si 27.225 2.705 6.786 -0.003 -0.007 -0.001
Si 24.479 5.425 6.806 -0.001 -0.003 -0.003
Si 27.232 8.172 6.781 -0.007 0.006 0.006
Si 24.484 10.882 6.794 -0.001 -0.005 0.001
Si 27.215 13.59 6.8 -0.003 0.002 -0.003
Si 13.579 16.296 6.859 0 -0.011 -0.005
Si 16.263 2.688 6.793 -0.002 0.003 -0.001
Si 13.539 5.398 6.817 0.005 0.002 -0.001
Si 16.234 8.125 6.837 -0.014 0.017 -0.004
Si 13.562 10.856 6.862 -0.002 -0.003 -0.002
Si 16.297 13.572 6.81 -0.002 -0.002 -0.004
Si 17.642 1.338 8.147 -0.006 -0.013 -0.003
Si 20.37 4.058 8.161 -0.007 -0.012 -0.006
Si 17.638 6.779 8.167 0.009 0.007 -0.011
Si 20.361 9.514 8.151 0.006 -0.002 0
Si 17.643 12.219 8.178 0.001 0.004 -0.001
Si 20.381 14.96 8.159 0.004 0.005 0
Si 23.117 1.359 8.172 0.017 0.011 0.007
Si 25.861 4.067 8.14 -0.003 -0.006 0.001
Si 23.114 6.791 8.149 -0.007 0.005 -0.002
Si 25.865 9.527 8.135 0.008 0.01 -0.004
Si 23.111 12.236 8.141 -0.001 0.004 0.001
Si 25.85 14.951 8.151 -0.007 0.001 -0.008
Si 12.215 1.333 8.227 0.002 0.001 -0.006
Si 14.921 4.054 8.173 -0.009 -0.006 -0.01
Si 12.195 6.762 8.206 -0.007 -0.009 -0.009
Si 14.907 9.489 8.216 -0.004 -0.01 0.005
Si 12.206 12.222 8.227 0.015 0.008 -0.011
Si 14.945 14.929 8.188 0.014 0.013 -0.001
Si 16.304 16.299 9.525 -0.002 -0.013 -0.003
Si 19.01 2.697 9.508 0 0.007 -0.001
Si 16.285 5.419 9.529 0 0.004 -0.006
Si 19.014 8.143 9.508 -0.004 0.001 -0.004
Si 16.289 10.862 9.542 0.006 0 -0.004
Si 19.027 13.583 9.507 -0.003 -0.011 -0.004
Si 21.755 16.311 9.511 0.002 0.008 -0.004
Si 24.497 2.72 9.503 -0.01 -0.002 0.004
Si 21.751 5.429 9.495 0.005 0 -0.001
Si 24.497 8.159 9.478 0.01 -0.006 -0.001
Si 21.749 10.87 9.487 -0.006 -0.002 0.001
Si 24.484 13.591 9.494 0.004 0.003 0.001
Si 10.856 16.31 9.61 0.001 0.002 0
Si 13.577 2.703 9.559 0.002 -0.002 0
Si 10.851 5.431 9.609 -0.003 -0.001 0.003
Si 13.55 8.131 9.568 -0.001 0.016 0
Si 10.846 10.863 9.595 0.001 -0.003 -0.005
Si 13.577 13.584 9.563 0.002 0.002 -0.003
Si 17.67 14.938 10.866 0.004 0.019 -0.006
Si 20.393 1.351 10.857 -0.001 -0.007 0.005
Si 17.666 4.066 10.871 -0.009 -0.007 -0.001
Si 20.397 6.792 10.852 -0.002 0.001 0.002
Si 17.67 9.506 10.875 0.002 0.003 -0.001
Si 20.403 12.229 10.851 0.005 0.005 0.006
Si 23.132 14.954 10.852 -0.006 -0.002 0.005
Si 25.872 1.361 10.845 0.001 0.004 -0.002
Si 23.132 4.084 10.845 0.01 0 0.006
Si 25.869 6.801 10.822 0.007 -0.008 -0.003
Si 23.129 9.515 10.829 0 0.005 -0.004
Si 25.858 12.236 10.839 0.003 0.006 0.001
Si 12.223 14.937 10.94 0.006 -0.001 0.001
Si 14.947 1.334 10.89 0.01 0.001 -0.008
Si 12.218 4.056 10.932 0.001 0 -0.003
Si 14.935 6.78 10.904 -0.007 0 -0.001
Si 12.207 9.498 10.942 0.001 -0.016 0.004
Si 14.939 12.221 10.909 0 -0.005 0.001
Si 19.047 16.29 12.203 -0.018 -0.015 -0.003
Si 21.768 2.722 12.19 -0.005 -0.001 0.002
Si 19.043 5.432 12.212 0 -0.002 0.002
Si 21.777 8.155 12.19 0.004 -0.003 -0.001
Si 19.053 10.865 12.209 -0.001 -0.003 -0.005
Si 21.778 13.581 12.198 -0.003 0.003 0.007
Si 24.508 16.318 12.192 0.006 0.001 -0.001
Si 27.24 2.729 12.19 0.006 0.001 -0.004
Si 24.507 5.451 12.18 0.001 0.009 0.003
Si 27.231 8.156 12.18 -0.002 0.004 -0.001
Si 24.492 10.873 12.185 0.001 -0.007 -0.001
Si 27.22 13.596 12.192 -0.009 -0.001 0.004
Si 13.595 16.304 12.268 0.002 0.01 0.003
Si 16.318 2.695 12.225 -0.012 -0.008 -0.004
Si 13.578 5.423 12.268 -0.002 -0.008 0.006
Si 16.311 8.155 12.237 0.011 0.008 -0.005
Si 13.586 10.864 12.277 0.003 0.012 -0.001
Si 16.317 13.588 12.238 0.012 -0.001 -0.005
Si 17.696 17.649 13.554 0.012 0.001 -0.011
Si 20.42 4.078 13.559 -0.006 0.002 0.014
Si 17.699 6.809 13.568 -0.013 0.004 0.006
Si 20.44 9.523 13.556 -0.003 0.002 0.007
Si 17.698 12.224 13.563 -0.003 0.004 -0.002
Si 20.414 14.932 13.549 0.005 0.01 0.001
Si 23.149 17.692 13.528 -0.004 0.001 0.003
Si 25.885 4.11 13.531 0 -0.008 0.002
Si 23.149 6.803 13.541 0.01 0.001 0.009
Si 25.855 9.506 13.523 0.009 0 -0.003
Si 23.145 12.231 13.555 -0.005 -0.001 0.006
Si 25.859 14.952 13.554 0.007 0.006 0.01
Si 12.227 17.655 13.629 -0.002 0.006 -0.002
Si 14.958 4.049 13.579 0.016 -0.008 0.002
Si 12.213 6.775 13.636 -0.001 0.004 0.002
Si 14.967 9.511 13.617 -0.005 -0.003 0.006
Si 12.239 12.219 13.656 0.008 -0.015 0.007
Si 14.968 14.947 13.609 -0.003 -0.005 0.008
Si 16.36 16.301 14.936 0.016 0.016 0.004
Si 19.069 2.68 14.888 -0.014 -0.018 -0.002
Si 16.337 5.423 14.885 -0.007 0 0.003
Si 19.085 8.173 14.912 -0.007 0.002 0.001
Si 16.351 10.889 14.945 0.019 0.004 0.003
Si 19.082 13.551 14.917 -0.006 0.002 0.005
Si 21.791 16.31 14.856 -0.005 -0.001 0.002
Si 24.512 2.756 14.864 0.003 -0.001 0.001
Si 21.796 5.447 14.899 -0.01 -0.004 0.008
Si 24.5 8.167 14.903 -0.003 0.006 0.01
Si 21.802 10.873 14.929 0.008 -0.008 0
Si 24.5 13.589 14.916 0.002 -0.004 0.008
Si 10.884 16.302 15.014 0.002 0.001 0.005
Si 13.599 2.701 14.95 0.004 0.002 0.003
Si 10.854 5.437 15.029 0.001 0.01 -0.001
Si 13.591 8.141 14.95 -0.003 -0.003 0.003
Si 10.858 10.87 15.011 -0.006 -0.002 -0.003
Si 13.622 13.591 14.986 -0.009 0.002 0.006
Si 31.428 18.771 33.317 0.324 -0.099 0.652
Si 34.267 5.383 33.414 0.094 -0.171 0.75
Si 31.74 7.318 33.26 -0.122 0.376 0.652
Si 36.48 7.14 0.027 -0.062 -0.138 0.692
Si 31.95 13 33.292 -0.175 0.146 0.713
Si 34.941 15.856 33.445 -0.426 0.15 0.665
Si 39.516 14.869 0.369 -0.073 0.204 0.668
Si 42.072 1.687 0.307 -0.027 -0.132 0.632
Si 39.975 3.965 0.053 -0.353 0.049 0.678
Si 42.444 6.65 0.039 -0.14 0.21 0.689
Si 39.229 9.834 0.24 0.055 -0.115 0.735
Si 25.571 12.315 0.068 0.158 -0.047 0.56
Si 26.484 18.398 33.421 -0.187 0.105 0.732
Si 31.492 0.917 0.23 0.012 0.085 0.785
Si 28.293 4.25 0.22 0.109 -0.138 0.764
Si 28.592 10.541 33.363 0.486 -0.215 0.511
Si 28.74 9.275 0.116 -0.296 0.335 0.634
Si 28.718 16.2 33.408 0.068 -0.193 0.729
Si 35.411 16.279 1.117 -0.028 0.005 -0.066
Si 38.149 2.887 1.222 0.048 -0.017 -0.031
Si 35.221 5.416 1.062 -0.003 -0.015 -0.037
Si 38.011 8.243 1.429 -0.013 -0.012 -0.039
Si 35.412 10.991 1.085 0.036 -0.03 -0.05
Si 38.124 13.562 1.641 -0.011 -0.016 -0.045
Si 40.8 16.448 1.465 -0.002 0.025 -0.035
Si 27.133 2.739 1.541 -0.015 0.016 -0.038
Si 40.916 5.552 1.455 0.017 -0.001 -0.069
Si 27.167 8.183 1.444 -0.004 -0.014 -0.005
Si 40.78 11.007 1.506 0.009 0.015 -0.057
Si 27.208 13.532 1.267 -0.019 -0.005 -0.048
Si 29.892 16.145 1.476 -0.021 -0.026 -0.036
Si 32.641 2.606 1.365 0.011 0.013 -0.053
Si 29.924 5.379 1.426 -0.031 0.025 -0.046
Si 32.621 8.096 1.075 0 0.01 -0.027
Si 29.926 10.909 1.29 -0.003 0.028 -0.032
Si 32.601 13.61 1.288 -0.037 -0.015 -0.055
Si 34.09 1.282 2.641 0.011 -0.052 0.033
Si 36.7 4.195 2.536 -0.013 -0.003 0.022
Si 33.937 6.764 2.529 0.017 0.014 0.004
Si 36.654 9.654 2.676 -0.018 0.04 0.039
Si 34.031 12.246 2.553 0.008 -0.022 0.003
Si 36.664 15.014 2.686 -0.012 0.044 0.015
Si 39.393 1.499 2.718 -0.011 0.013 0.009
Si 42.195 4.225 2.899 -0.019 0.004 0.044
Si 39.43 6.865 2.696 0.013 0.01 0.026
Si 42.235 9.564 2.633 -0.001 -0.032 0.007
Si 39.481 12.256 2.964 0.012 -0.027 0.057
Si 25.92 14.938 2.713 0.007 -0.014 0.008
Si 28.567 1.315 2.737 -0.001 0.001 -0.001
Si 31.312 4.014 2.705 -0.007 -0.015 -0.006
Si 28.591 6.819 2.768 -0.009 -0.012 0.027
Si 31.347 9.506 2.551 0.008 -0.012 0.013
Si 28.541 12.198 2.686 0.007 0.009 0.009
Si 31.295 14.863 2.8 0.025 0.011 0.036
Si 32.683 16.301 4.048 -0.003 0.016 -0.025
Si 35.421 2.743 3.947 0.002 -0.001 -0.03
Si 32.658 5.437 4.001 0.007 0.015 0.008
Si 35.301 8.173 3.932 -0.002 -0.009 -0.016
Si 32.688 10.864 3.943 -0.009 -0.008 0.007
Si 35.322 13.614 4.005 0.003 -0.002 -0.005
Si 38.06 16.384 4.031 0.031 -0.006 -0.015
Si 40.784 2.797 4.114 0 0.005 -0.014
Si 38.049 5.487 4.001 -0.021 -0.013 0.002
Si 40.842 8.214 4.011 0.016 0.013 0.008
Si 38.038 10.879 4.148 0.001 -0.008 -0.002
Si 40.897 13.685 4.124 0.01 0 -0.004
Si 27.232 16.289 4.109 0 -0.031 0
Si 29.939 2.687 4.066 -0.009 0.005 0.016
Si 27.23 5.473 4.151 -0.012 0.009 -0.003
Si 29.992 8.203 4.022 -0.015 -0.003 -0.01
Si 27.198 10.869 4.085 0 0.003 -0.002
Si 29.91 13.514 4.096 0 -0.011 0.002
Si 34.025 14.974 16.284 0.006 0.002 -0.001
Si 36.715 17.692 16.308 -0.003 0.009 -0.009
Si 34.035 4.094 16.317 0.003 0.002 -0.01
Si 36.711 6.796 16.355 0.006 -0.007 0.002
Si 34.072 9.5 16.291 -0.011 -0.007 -0.002
Si 36.747 12.224 16.299 0.004 -0.002 -0.009
Si 39.445 14.954 16.291 -0.014 -0.003 -0.005
Si 25.853 17.704 16.203 0.009 0.005 -0.018
Si 39.402 4.023 16.299 0.006 -0.018 -0.013
Si 25.836 6.83 16.293 0.012 -0.02 0.003
Si 39.387 9.497 16.299 -0.013 -0.011 -0.008
Si 25.889 12.201 16.223 0.002 -0.011 -0.007
Si 28.602 14.937 16.216 -0.009 0.006 0.004
Si 31.372 17.707 16.232 0.016 -0.005 -0.013
Si 28.601 4.122 16.232 0.01 -0.01 -0.007
Si 31.329 6.816 16.274 -0.006 0.001 -0.006
Si 28.563 9.523 16.25 -0.015 0.005 -0.006
Si 31.308 12.27 16.233 -0.001 0.007 -0.008
Si 35.356 16.344 17.664 0.006 -0.004 0.014
Si 38.033 2.711 17.73 -0.002 0.011 -0.002
Si 35.359 5.433 17.746 -0.009 0 0.003
Si 38.055 8.157 17.731 0.009 0.02 0.007
Si 35.411 10.859 17.679 0.025 -0.006 0
Si 38.127 13.563 17.655 0.028 0.012 -0.002
Si 40.761 16.332 17.674 0.005 0 -0.013
Si 27.212 2.76 17.529 -0.034 0.013 0.019
Si 40.77 5.375 17.615 0.01 -0.02 0.001
Si 27.203 8.188 17.648 0.006 0.008 -0.005
Si 40.741 10.862 17.631 -0.022 0.024 0.015
Si 27.235 13.563 17.562 0.014 0.005 0.016
Si 30.047 16.27 17.497 0.02 -0.003 -0.025
Si 32.666 2.755 17.67 -0.026 -0.008 0.015
Si 29.942 5.483 17.618 0.001 -0.007 -0.011
Si 32.736 8.122 17.643 0.008 0.001 0.006
Si 29.906 10.937 17.548 0.002 -0.006 0.006
Si 32.672 13.596 17.625 -0.015 -0.011 -0.001
Si 33.981 17.691 19.055 0.029 0.012 -0.027
Si 36.672 4.054 19.154 -0.001 -0.01 0.001
Si 34.019 6.778 19.157 -0.037 0.025 0.003
Si 36.737 9.556 19.145 0.004 0.006 -0.018
Si 34.029 12.234 18.986 0.002 0.001 0.002
Si 36.753 14.943 18.949 0.001 0.011 -0.041
Si 39.398 17.665 19.075 0.01 -0.001 0.01
Si 25.855 4.101 18.934 0.018 -0.01 -0.008
Si 39.391 6.673 18.996 -0.003 -0.021 -0.031
Si 25.881 9.533 19.072 -0.005 0.024 0.007
Si 39.46 12.22 19.093 0.005 -0.002 -0.012
Si 42.094 14.928 18.997 -0.014 -0.024 -0.017
Si 28.688 17.689 18.696 0.018 0.018 -0.039
Si 31.312 4.177 19.003 0.035 0.008 -0.027
Si 28.566 6.822 18.977 -0.009 -0.018 -0.007
Si 31.333 9.585 18.791 -0.001 0.015 -0.029
Si 28.581 12.254 18.995 -0.009 -0.019 -0.032
Si 31.309 14.936 18.984 -0.02 0.014 -0.01
Si 32.615 16.281 20.38 -0.018 -0.02 0.037
Si 35.287 2.715 20.529 0.002 -0.005 0.071
Si 32.583 5.469 20.565 0 -0.025 0.047
Si 35.352 8.198 20.526 0.024 -0.003 0.042
Si 32.602 10.888 20.259 -0.016 0 0.046
Si 35.412 13.589 20.302 0.022 -0.013 0.048
Si 38.062 16.249 20.402 -0.004 -0.028 0.075
Si 40.714 2.736 20.429 0.024 0.034 0.051
Si 38.025 5.417 20.519 0.016 0.019 0.095
Si 40.918 7.969 20.187 0.021 -0.027 0.045
Si 38.149 10.886 20.553 0.021 -0.008 0.009
Si 40.788 13.628 20.478 -0.054 -0.03 0.072
Si 27.329 16.298 19.901 0.003 -0.041 0.043
Si 29.909 2.716 20.147 0.009 -0.014 0.039
Si 27.206 5.455 20.335 -0.012 0.016 0.066
Si 29.982 8.284 20.127 0.009 0.035 0.053
Si 27.209 10.936 20.43 -0.01 0.026 0.057
Si 29.956 13.612 20.369 0.023 0.007 0.052
Si 34.249 15.121 21.624 -0.228 -0.075 -0.752
Si 36.444 17.34 21.681 0.063 0.198 -0.762
Si 33.612 3.759 21.888 0.314 0.404 -0.714
Si 37.033 7.14 21.827 -0.377 -0.388 -0.709
Si 33.633 9.355 21.671 0.269 0.034 -0.704
Si 36.873 12.497 21.788 -0.039 -0.276 -0.682
Si 39.141 14.679 21.822 0.197 0.159 -0.721
Si 26.184 17.767 21.207 -0.256 0.011 -0.662
Si 39.652 4.351 21.838 -0.198 -0.276 -0.716
Si 25.624 6.55 21.7 0.166 0.126 -0.685
Si 39.489 9.155 21.513 0.075 0.453 -0.67
Si 42.044 12.196 21.86 -0.067 -0.034 -0.734
Si 28.288 14.85 21.45 0.277 0.049 -0.726
Si 31.343 17.881 21.545 -0.149 -0.312 -0.674
Si 28.303 3.731 21.477 0.161 0.254 -0.679
Si 31.363 7.199 21.656 -0.053 -0.26 -0.683
Si 28.925 9.81 21.545 -0.206 -0.037 -0.775
Si 31.12 12.021 21.676 0.104 0.269 -0.689
Si 23.014 3.301 29.185 -0.002 0.063 0.047
Si 23.253 10.286 28.215 0.056 -0.112 0.016
Si 35.164 18.667 26.579 -0.02 -0.031 -0.011
Si 38.608 12.068 31.405 0.112 -0.025 0.22
Si 26.703 17.805 25.666 -0.025 0.002 -0.194
Si 25.749 8.881 28.781 -0.021 0.134 -0.047
Si 29.442 7.958 23.787 -0.036 -0.117 -0.053
Si 23.275 14.498 30.868 0.191 0.045 0.154
Si 37.857 12.232 26.894 0.183 -0.011 0.073
Si 26.963 13.833 27.946 -0.04 -0.092 -0.004
Si 32.656 18.327 30.528 0.005 -0.093 0.067
Si 30.204 9.432 28.638 -0.134 0.082 0.02
Si 28.1 3.914 24.4 0.004 -0.109 -0.096
Si 26.849 6.617 24.523 0.04 -0.007 -0.09
Si 24.822 16.623 23.593 -0.062 -0.217 0.133
Si 39.737 8.306 28.582 0.025 -0.011 0.01
Si 32.56 13.935 26.85 0.011 0.094 -0.067
Si 31.424 9.197 25.833 0.033 -0.04 -0.013
Si 27.388 6.062 31.565 -0.043 -0.001 0.11
Si 36.66 8.252 24.485 0.073 -0.16 -0.027
Si 33.572 6.628 28.642 0.018 -0.028 0.065
Si 30.068 16.081 23.522 -0.022 0.095 -0.013
Si 35.521 5.605 30.614 -0.017 -0.018 0.089
Si 37.306 17.553 24.631 0.075 0.063 -0.045
Si 22.31 16.711 29.215 0.179 -0.053 -0.049
Si 34.024 7.264 25.893 -0.034 0.042 -0.038
Si 25.153 4.098 31.356 0.041 -0.053 0.211
Si 38.003 14.948 26.108 0.03 0.143 -0.015
Si 24.708 3.555 26.696 0.028 -0.003 -0.037
Si 36.868 15.275 28.994 -0.047 -0.015 -0.081
Si 35.298 10.797 23.832 -0.09 0.021 -0.048
Si 33.577 11.118 26.462 -0.046 -0.077 -0.101
Si 30.548 3.634 26.184 0.141 -0.017 -0.087
Si 31.442 4.51 28.993 -0.035 0.048 0.095
Si 24.259 14.867 28.051 -0.074 -0.001 0.104
Si 29.917 14.671 28.126 -0.095 -0.018 0.112
Si 22.119 11.793 31.881 0.02 0.013 0.085
Si 24.521 11.458 24.09 -0.05 -0.063 -0.058
Si 39.702 3.161 24.598 -0.07 0.018 -0.13
Si 29.529 16.995 26.404 -0.101 0.125 -0.068
Si 32.309 13.972 23.652 -0.061 -0.078 0.009
Si 27.188 12.97 30.876 0.006 0.034 0.086
Si 41.199 3.622 27.076 -0.036 0.005 0.003
Si 30.09 6.905 30.518 0.074 -0.043 0.176
Si 40.573 15.122 24.62 -0.039 -0.079 -0.122
Si 32.948 9.522 28.93 0.059 0.114 -0.083
Si 33.415 4.379 24.967 -0.077 -0.135 -0.141
Si 36.689 19.455 29.154 0.02 -0.068 0.198
Si 22.25 7.821 26.522 0.043 0.059 0.043
Si 44.166 10.803 28.415 0.001 0.017 0.003
Si 33.949 16.435 28.368 0.014 -0.009 0.063
Si 29.9 14.24 31.283 -0.01 -0.012 0.095
Si 38.959 9.666 25.934 -0.033 -0.17 -0.096
Si 27.863 10.11 30.392 0.148 0.009 0.198
Si 34.002 14.942 5.418 -0.003 0.005 0.014
Si 36.727 1.412 5.395 -0.027 -0.003 0
Si 34.041 4.08 5.337 0.005 -0.016 0.006
Si 36.695 6.852 5.338 0.013 0.023 0.006
Si 33.997 9.515 5.354 0.017 0.002 -0.001
Si 36.692 12.293 5.416 -0.003 0.006 0.008
Si 39.457 15.035 5.397 0.004 0.013 0.003
Si 42.182 1.404 5.406 -0.012 -0.004 0.001
Si 39.401 4.147 5.419 0 -0.007 -0.001
Si 42.186 6.885 5.426 0.003 0.008 0.005
Si 39.462 9.521 5.417 -0.005 -0.003 0.013
Si 42.229 12.262 5.421 -0.021 -0.005 0.011
Si 28.593 14.925 5.445 0.012 0.017 0.009
Si 31.322 1.346 5.405 0.01 -0.013 0.004
Si 28.594 4.064 5.435 0.005 0 0.009
Si 31.313 6.804 5.375 0.004 0.007 0.006
Si 28.601 9.521 5.406 0.008 -0.011 0.001
Si 31.319 12.173 5.385 -0.007 -0.017 0.005
Si 35.376 16.336 6.74 0.003 0.003 -0.003
Si 38.082 2.754 6.774 0.009 0 -0.005
Si 35.376 5.457 6.715 -0.002 0 -0.016
Si 38.085 8.156 6.744 0.005 -0.002 -0.002
Si 35.353 10.882 6.737 -0.004 -0.002 -0.002
Si 38.094 13.645 6.744 0 0.007 -0.005
Si 40.821 16.367 6.77 0 0.002 -0.002
Si 43.556 2.773 6.741 -0.004 0 -0.004
Si 40.811 5.489 6.751 -0.009 0.009 -0.004
Si 43.56 8.227 6.767 -0.003 0.004 0.002
Si 40.825 10.906 6.753 0.011 -0.002 -0.007
Si 43.566 13.617 6.789 0.005 0.003 0.004
Si 29.962 16.305 6.771 -0.003 -0.006 0.004
Si 32.684 2.733 6.732 -0.004 0.004 -0.001
Si 29.961 5.444 6.755 -0.003 0.008 0.002
Si 32.66 8.163 6.743 -0.009 -0.006 -0.003
Si 29.955 10.859 6.778 0.016 -0.009 -0.001
Si 32.646 13.571 6.757 -0.003 -0.004 -0.003
Si 34.022 1.367 8.108 0 -0.006 0.002
Si 36.72 4.11 8.113 0.004 -0.006 0.002
Si 34.023 6.805 8.096 0 0.013 -0.002
Si 36.733 9.534 8.094 0.009 0.014 0
Si 34.013 12.23 8.119 -0.01 -0.01 -0.001
Si 36.74 14.991 8.112 0.01 0.011 0.003
Si 39.456 1.396 8.123 0.007 0.001 0.006
Si 42.174 4.111 8.102 -0.011 -0.007 -0.003
Si 39.445 6.817 8.123 -0.011 -0.005 0.003
Si 42.182 9.558 8.129 0.01 -0.004 -0.004
Si 39.45 12.266 8.098 0.006 0 0.003
Si 42.174 14.98 8.116 -0.014 -0.014 -0.004
Si 28.597 1.348 8.128 0.007 0.006 -0.006
Si 31.326 4.088 8.105 0.004 0.01 -0.007
Si 28.592 6.794 8.119 0.002 -0.005 -0.006
Si 31.309 9.502 8.128 -0.022 -0.003 0.006
Si 28.595 12.232 8.133 0.003 0.007 -0.006
Si 31.309 14.943 8.128 -0.009 -0.003 0.004
Si 32.673 16.318 9.47 -0.008 -0.003 -0.006
Si 35.377 2.731 9.47 -0.003 0.011 -0.001
Si 32.673 5.449 9.471 -0.006 -0.008 0.002
Si 35.379 8.168 9.459 0.01 -0.019 -0.007
Si 32.664 10.872 9.482 -0.004 0 -0.002
Si 35.385 13.605 9.46 0.001 -0.001 -0.007
Si 38.1 16.342 9.475 0.009 0.006 0
Si 40.819 2.749 9.474 0.001 0.001 0.007
Si 38.09 5.449 9.478 0.012 -0.006 0.004
Si 40.813 8.18 9.472 0.003 0.007 -0.003
Si 38.093 10.894 9.458 0.005 0 0
Si 40.809 13.616 9.469 -0.001 0.003 0.004
Si 27.228 16.318 9.487 -0.001 0.002 -0.004
Si 29.963 2.726 9.464 -0.001 0 -0.004
Si 27.232 5.434 9.476 0.002 0.005 -0.002
Si 29.95 8.147 9.482 0.002 0.001 0.004
Si 27.229 10.88 9.49 0.001 -0.005 0
Si 29.948 13.596 9.491 -0.005 0.008 -0.001
Si 34.036 14.962 10.831 0 0.01 0.002
Si 36.744 1.378 10.834 0.01 -0.01 -0.002
Si 34.025 4.088 10.832 -0.002 -0.004 0.002
Si 36.729 6.809 10.828 0.003 0.011 -0.002
Si 34.025 9.516 10.837 -0.012 0.013 -0.002
Si 36.736 12.245 10.83 0.006 0.005 0.004
Si 39.446 14.966 10.832 0.008 -0.004 0.001
Si 42.166 1.369 10.829 -0.007 0 -0.001
Si 39.448 4.089 10.84 -0.003 -0.006 0.009
Si 42.161 6.807 10.836 -0.004 0 0.001
Si 39.448 9.533 10.828 0.006 -0.006 0.003
Si 42.164 12.256 10.835 0.005 0.001 0.003
Si 28.586 14.959 10.843 0 -0.002 0.002
Si 31.316 1.365 10.824 -0.004 0.001 -0.005
Si 28.603 4.082 10.83 0 -0.005 -0.001
Si 31.313 6.798 10.842 -0.008 0.007 0.002
Si 28.595 9.515 10.833 0.001 -0.005 -0.002
Si 31.317 12.239 10.84 -0.013 -0.007 0.004
Si 35.397 16.325 12.189 0.009 0.016 -0.003
Si 38.095 2.73 12.21 0.014 0.009 0.008
Si 35.381 5.445 12.195 0.003 -0.002 0.003
Si 38.089 8.163 12.184 -0.002 -0.007 -0.005
Si 35.38 10.881 12.194 0 -0.015 -0.001
Si 38.089 13.604 12.198 0.005 0.006 0.005
Si 40.803 16.324 12.188 -0.005 -0.007 0.006
Si 43.517 2.724 12.192 0.004 -0.007 0.007
Si 40.798 5.445 12.204 0 -0.002 0.005
Si 43.514 8.162 12.203 0.003 0.006 -0.004
Si 40.802 10.891 12.193 0.009 0.004 0.004
Si 43.524 13.613 12.189 -0.003 0.011 0.003
Si 29.954 16.331 12.181 -0.004 0.01 -0.004
Si 32.673 2.724 12.188 -0.002 -0.001 0
Si 29.952 5.442 12.2 0.002 -0.007 0.007
Si 32.672 8.157 12.204 -0.008 -0.006 -0.001
Si 29.963 10.87 12.186 -0.002 0.008 0
Si 32.682 13.6 12.195 -0.001 -0.003 0.004
Si 34.053 17.698 13.54 0.002 -0.017 -0.007
Si 36.735 4.096 13.569 -0.003 -0.001 0.009
Si 34.026 6.794 13.566 -0.008 0 0.003
Si 36.732 9.51 13.548 0.013 -0.001 -0.006
Si 34.033 12.238 13.57 0 0.002 0.014
Si 36.735 14.961 13.569 -0.002 0.003 0.003
Si 39.44 17.666 13.562 0.008 -0.014 0.004
Si 42.143 4.063 13.559 -0.004 -0.005 0.004
Si 39.417 6.791 13.562 -0.003 0.02 0.007
Si 42.141 9.515 13.558 -0.008 -0.003 0.007
Si 39.44 12.239 13.562 0 -0.008 0.006
Si 42.156 14.962 13.55 0.009 -0.007 -0.001
Si 28.597 17.685 13.546 0.001 0.002 -0.001
Si 31.319 4.082 13.551 0.002 -0.011 0.007
Si 28.593 6.816 13.552 -0.004 0.006 0.008
Si 31.321 9.526 13.562 -0.006 0 0.001
Si 28.594 12.227 13.522 0.003 -0.007 0
Si 31.325 14.982 13.53 -0.012 0.012 0.003
Si 32.707 16.333 14.883 -0.005 0.021 0.005
Si 35.382 2.739 14.933 0.002 -0.003 0.004
Si 32.673 5.432 14.928 0.001 0 0.009
Si 35.399 8.14 14.922 0.009 0.016 0.01
Si 32.687 10.867 14.936 -0.008 -0.005 0.003
Si 35.388 13.598 14.941 0.008 0.011 -0.001
Si 38.079 16.322 14.943 0.012 -0.005 0.006
Si 40.787 2.693 14.934 0.002 0.006 0.007
Si 38.071 5.44 14.964 -0.003 0.002 0.006
Si 40.757 8.161 14.911 -0.004 0.004 -0.002
Si 38.074 10.868 14.913 -0.002 -0.008 0.004
Si 40.8 13.604 14.915 0.002 0.009 0.008
Si 27.231 16.319 14.89 -0.013 -0.003 -0.006
Si 29.959 2.727 14.903 -0.003 0.001 0.008
Si 27.217 5.483 14.913 -0.009 -0.003 0.01
Si 29.958 8.17 14.917 0.001 0.004 0.002
Si 27.227 10.856 14.857 0.002 0.001 -0.002
Si 29.96 13.603 14.85 0.005 0 0.004
Si 50.06 15.247 0.016 0.23 -0.079 0.727
Si 53.1 1.367 0.081 -0.101 0.121 0.719
Si 47.961 7.968 33.413 0.318 -0.305 0.695
Si 50.688 10.857 33.398 0.015 -0.192 0.64
Si 48.276 12.877 33.435 -0.022 0.144 0.694
Si 53.453 11.79 0.038 -0.149 0.252 0.751
Si 53.866 18.239 33.441 -0.235 0.249 0.725
Si 56.134 5.176 33.389 0.121 -0.215 0.659
Si 56.124 3.673 0.004 -0.082 0.165 0.739
Si 56.508 10.202 33.377 -0.162 0.177 0.75
Si 55.704 9.704 0.401 -0.023 -0.053 0.737
Si 41.717 12.657 0.125 0.295 -0.154 0.713
Si 42.933 18.441 33.378 -0.176 0.146 0.74
Si 47.92 1.209 0.03 -0.181 0.095 0.698
Si 44.616 4.372 0.157 0.121 -0.117 0.724
Si 47.877 6.395 0.015 -0.221 0.383 0.725
Si 42.623 13.393 33.037 -0.165 0.078 0.7
Si 45.215 16.277 33.423 0.014 -0.206 0.697
Si 51.734 16.278 1.341 -0.04 0.006 -0.09
Si 54.449 2.763 1.391 0.023 -0.026 -0.058
Si 51.839 5.497 1.206 0.004 0.012 -0.064
Si 54.405 8.164 1.507 -0.028 -0.02 -0.032
Si 51.723 10.805 1.289 -0.017 -0.008 -0.057
Si 54.49 13.518 1.29 -0.011 0.006 -0.06
Si 57.216 16.254 1.239 -0.004 0.019 -0.01
Si 43.552 2.871 1.595 -0.003 0.013 -0.036
Si 57.198 5.386 1.244 -0.004 0.01 -0.042
Si 43.63 8.337 1.139 0.027 0.022 -0.036
Si 57.2 10.933 1.625 0.004 0.014 -0.045
Si 43.553 13.675 1.218 0.004 -0.013 -0.016
Si 46.302 16.36 1.293 0.009 -0.014 -0.018
Si 49.116 2.731 1.327 -0.012 0.028 -0.02
Si 46.271 5.446 1.409 -0.012 0.005 -0.021
Si 48.991 8.077 1.262 0 -0.034 -0.036
Si 46.253 10.967 1.109 0.012 0.002 -0.068
Si 48.982 13.694 1.382 -0.017 0.01 -0.051
Si 50.434 1.375 2.718 -0.001 -0.004 0.025
Si 53.126 4.17 2.693 -0.035 -0.022 -0.011
Si 50.394 6.766 2.648 0.015 0.01 0.029
Si 53.029 9.531 2.807 -0.004 0.032 0.023
Si 50.386 12.251 2.615 0.009 -0.021 0.001
Si 53.106 14.891 2.647 0.037 0.009 0.016
Si 55.807 1.28 2.649 0.01 -0.003 0.016
Si 58.51 4.067 2.713 0.002 0.015 0.038
Si 55.836 6.732 2.682 0.025 -0.011 -0.007
Si 58.56 9.468 2.79 0.04 -0.015 0.01
Si 55.787 12.298 2.852 -0.047 0.005 0.036
Si 42.233 15.027 2.688 -0.005 -0.02 0.018
Si 44.957 1.381 2.714 0.016 -0.01 0.019
Si 47.664 4.039 2.695 0.009 -0.023 0.007
Si 44.951 6.964 2.633 -0.034 0.009 0.006
Si 47.623 9.563 2.513 -0.021 -0.008 0.018
Si 44.89 12.263 2.581 -0.001 0.003 0.007
Si 47.623 15.029 2.743 -0.004 0.03 0.02
Si 49.022 16.369 4.076 0 -0.014 -0.016
Si 51.771 2.765 4.05 0.003 -0.004 -0.008
Si 49.026 5.427 4.029 0.016 0.007 -0.009
Si 51.675 8.136 4.094 0.006 -0.016 -0.003
Si 48.985 10.893 3.945 -0.016 -0.01 -0.001
Si 51.736 13.572 4.029 0.004 0.01 0.014
Si 54.449 16.275 4.036 0.005 -0.009 0.001
Si 57.141 2.68 4.046 -0.022 0.015 -0.022
Si 54.475 5.45 4.101 -0.015 0.026 0.015
Si 57.159 8.111 4.088 -0.023 0.002 0.007
Si 54.419 10.89 4.144 -0.009 -0.007 -0.008
Si 57.194 13.657 4.126 -0.003 -0.006 -0.01
Si 43.573 16.361 4.068 -0.006 0.011 0.004
Si 46.317 2.717 4.08 0.007 -0.002 0.017
Si 43.618 5.605 4.093 0.016 0.008 -0.004
Si 46.322 8.256 4.005 0.011 -0.008 -0.002
Si 43.575 10.918 4.012 0.024 0.001 -0.012
Si 46.242 13.611 4.01 -0.007 0.003 -0.006
Si 50.275 14.965 16.357 -0.004 -0.003 -0.007
Si 53.003 17.669 16.32 -0.004 0.008 -0.002
Si 50.29 4.087 16.279 -0.007 0.007 -0.02
Si 52.983 6.796 16.313 -0.008 -0.005 -0.007
Si 50.304 9.528 16.301 0.007 -0.009 0.003
Si 53.01 12.262 16.343 0.001 -0.003 -0.011
Si 55.759 14.984 16.384 -0.003 0.014 0.001
Si 42.153 17.664 16.308 0.004 -0.004 -0.004
Si 55.707 4.077 16.371 -0.004 0.003 -0.011
Si 42.095 6.764 16.233 -0.005 0.004 -0.003
Si 55.731 9.555 16.351 0.006 0.014 -0.002
Si 42.126 12.215 16.277 -0.005 -0.02 -0.008
Si 44.838 14.935 16.269 0.002 -0.004 -0.002
Si 47.602 17.64 16.26 -0.001 -0.006 -0.01
Si 44.855 4.039 16.255 0.004 -0.009 -0.007
Si 47.573 6.787 16.303 -0.005 -0.006 -0.015
Si 44.878 9.526 16.271 0.011 0.002 -0.012
Si 47.542 12.241 16.285 -0.001 0.005 -0.009
Si 51.632 16.353 17.707 -0.02 -0.017 0.015
Si 54.34 2.686 17.706 -0.007 0.019 -0.017
Si 51.62 5.431 17.674 -0.007 0.009 0
Si 54.319 8.192 17.643 0.005 -0.005 -0.022
Si 51.613 10.921 17.687 -0.004 0.023 -0.006
Si 54.371 13.628 17.698 -0.001 -0.027 0.016
Si 57.122 16.299 17.81 0.013 -0.019 -0.003
Si 43.527 2.697 17.662 -0.003 0.033 0.023
Si 57.05 5.47 17.71 0.015 -0.009 0.012
Si 43.49 8.115 17.527 0.002 -0.007 -0.008
Si 57.106 10.897 17.73 -0.016 -0.003 0.005
Si 43.458 13.585 17.636 0.02 -0.007 0.001
Si 46.265 16.239 17.594 0.025 0.002 0.009
Si 48.928 2.718 17.608 0.018 -0.01 -0.016
Si 46.223 5.357 17.621 0.014 -0.011 -0.01
Si 48.939 8.167 17.641 -0.01 -0.008 -0.012
Si 46.16 10.941 17.676 -0.028 -0.009 -0.015
Si 48.9 13.553 17.679 -0.013 0.013 -0.033
Si 50.254 17.755 19.034 0.042 -0.003 0.007
Si 52.952 4.036 19.036 -0.016 -0.026 -0.022
Si 50.243 6.778 19.033 0.008 -0.015 -0.027
Si 52.994 9.575 18.997 0.03 -0.023 -0.02
Si 50.238 12.238 19.096 -0.014 -0.009 0.007
Si 52.972 14.957 19.05 -0.004 0.002 -0.039
Si 55.697 17.652 19.081 -0.025 0.024 -0.007
Si 42.118 4.049 19.017 0.004 -0.005 -0.03
Si 55.639 6.842 19.008 0.011 -0.007 -0.025
Si 42.124 9.442 18.868 -0.009 0.014 -0.016
Si 55.787 12.324 19.054 0.012 0.022 -0.038
Si 58.466 14.976 19.279 0.002 -0.006 0
Si 44.983 17.634 18.924 -0.006 0.03 -0.049
Si 47.576 3.997 19.017 -0.012 0.01 -0.011
Si 44.771 6.689 18.863 -0.039 -0.015 -0.022
Si 47.597 9.594 18.942 0.027 0.027 -0.017
Si 44.735 12.259 19.088 0.016 -0.026 -0.036
Si 47.51 14.845 19.044 -0.036 -0.03 -0.002
Si 48.922 16.262 20.254 0.013 -0.006 0.077
Si 51.586 2.768 20.502 -0.013 0.023 0.041
Si 48.852 5.366 20.405 -0.014 0.021 0.031
Si 51.634 8.221 20.316 -0.002 -0.004 0.034
Si 48.878 10.917 20.501 0.004 0.007 0.03
Si 51.588 13.611 20.436 0.009 0.001 0.076
Si 54.355 16.279 20.426 0.003 -0.016 0.049
Si 57.029 2.725 20.393 0 0.017 0.054
Si 54.307 5.432 20.326 0.005 -0.001 0.039
Si 56.98 8.178 20.391 0.015 0.021 0.066
Si 54.393 10.936 20.291 0.012 -0.004 0.078
Si 57.078 13.606 20.617 -0.022 -0.02 0.066
Si 43.565 16.281 20.168 0.032 -0.013 0.04
Si 46.338 2.574 20.414 0.021 -0.009 0.076
Si 43.544 5.369 20.376 -0.003 0.011 0.069
Si 46.122 8.136 20.01 -0.019 0.006 0.041
Si 43.272 10.827 20.326 0.004 0.077 0.063
Si 46.079 13.603 20.536 0.019 0.026 0.023
Si 50.49 15.28 21.675 -0.143 -0.298 -0.782
Si 52.786 17.439 21.688 0.136 0.292 -0.717
Si 50.491 4.436 21.839 -0.31 -0.417 -0.627
Si 52.767 6.645 21.572 0.221 0.214 -0.727
Si 49.96 9.169 21.649 0.373 0.466 -0.546
Si 53.216 12.436 21.603 -0.15 -0.11 -0.759
Si 55.376 14.703 21.862 0.269 0.162 -0.725
Si 42.436 17.838 21.401 -0.223 -0.023 -0.731
Si 55.824 4.265 21.66 -0.171 -0.116 -0.719
Si 42.001 6.505 21.737 0.215 0.156 -0.705
Si 55.887 9.801 21.675 -0.085 -0.125 -0.781
Si 58.198 11.904 21.831 0.069 0.172 -0.628
Si 44.92 15.263 21.782 -0.201 -0.408 -0.694
Si 47.42 17.214 21.755 0.221 0.381 -0.726
Si 44.681 3.695 21.572 0.112 0.177 -0.693
Si 47.553 7.026 21.405 -0.153 -0.338 -0.586
Si 44.945 9.594 21.331 -0.313 -0.165 -0.657
Si 47.133 11.906 21.79 0.428 0.466 -0.521
Si 41.703 6.483 27.307 0.099 0.044 -0.035
Si 36.502 12.128 29.39 0.067 0.145 0.075
Si 50.652 17.762 26.196 -0.087 0.061 -0.026
Si 52.043 12.685 26.633 0.203 -0.053 -0.042
Si 43.935 18.666 26.01 -0.05 0.05 -0.091
Si 40.082 12.668 29.13 0.066 0.191 -0.169
Si 44.152 9.505 24.178 0.111 0.025 -0.009
Si 39.708 19.153 29.479 0.001 -0.199 0.001
Si 53.018 15.67 26.572 -0.023 -0.014 0.008
Si 41.824 14.615 30.21 0.038 -0.147 0.17
Si 49.348 18.405 30.942 -0.022 0.059 0.085
Si 41.633 10.228 29.54 0.187 0.041 0.08
Si 45.399 4.581 24.51 -0.035 0.061 -0.034
Si 41.131 10.29 23.826 -0.01 0.06 -0.077
Si 41.98 17.551 24.19 0.049 -0.016 -0.037
Si 55.368 19.1 29.146 -0.031 0.062 0.013
Si 49.499 6.553 31.181 0.006 -0.016 0
Si 49.121 8.759 24.315 0.003 -0.003 -0.05
Si 44.327 7.684 28.629 -0.068 0.027 -0.029
Si 53.974 8.423 23.797 -0.074 0.104 -0.172
Si 51.879 6.03 26.951 0.004 -0.056 -0.126
Si 44.938 13.2 26.703 -0.104 0.116 0.06
Si 52.108 19.656 31.59 0.145 0.007 -0.058
Si 53.946 2.949 23.82 0.013 -0.024 -0.099
Si 35.406 18.215 31.484 0.055 -0.183 0.228
Si 48.961 16.067 24.088 -0.06 0.103 -0.203
Si 41.639 4.134 31.465 0.07 -0.049 0.158
Si 48.394 10.006 26.819 -0.013 0.016 -0.157
Si 43.155 6.856 24.685 -0.009 -0.037 -0.121
Si 50.826 16.006 30.44 0.119 -0.139 0.136
Si 52.838 11.04 24.361 0.093 0.034 -0.001
Si 51.32 4.121 24.611 -0.147 -0.039 -0.049
Si 45.985 17.259 27.769 0.105 0.046 0.069
Si 43.792 6.323 31.395 -0.053 -0.034 0.128
Si 39.371 16.262 30.589 -0.016 -0.025 0.04
Si 48.896 14.351 29.151 -0.114 0.025 0.074
Si 35.065 10.114 30.723 0.167 -0.024 0.156
Si 43.386 13.826 23.976 0.045 0.101 -0.057
Si 55.701 3.226 26.089 -0.052 -0.018 0.022
Si 44.682 14.98 29.244 0.055 -0.024 -0.043
Si 46.967 10.822 24.452 0.034 -0.06 -0.095
Si 43.898 11.19 31.236 -0.122 0.026 0.008
Si 56.423 6.027 26.79 0.127 -0.009 0.022
Si 49.077 5.743 28.21 0.028 -0.089 0.139
Si 55.617 15.377 24.948 0.005 -0.09 -0.113
Si 46.81 7.57 27.025 -0.058 0.026 0.013
Si 47.326 6.609 24.345 0.169 -0.023 -0.077
Si 47.417 14.918 26.441 0.015 -0.002 0.094
Si 37.284 8.054 30.606 -0.006 0.069 0.079
Si 56.875 12.922 26.486 -0.008 0.105 -0.083
Si 50.007 11.784 28.695 0.066 -0.067 0.066
Si 46.749 14.576 31.235 0.002 -0.02 0.146
Si 52.244 10.571 30.611 -0.01 -0.004 0.188
Si 48.58 19.063 28.202 0.044 -0.035 -0.037
Si 50.377 14.96 5.388 0.005 -0.003 0.009
Si 53.107 1.36 5.396 0.006 0.001 0
Si 50.377 4.088 5.419 -0.014 -0.007 0.005
Si 53.085 6.81 5.442 0.011 0.002 0.01
Si 50.308 9.537 5.39 -0.003 0.002 -0.005
Si 53.057 12.252 5.468 0.004 -0.003 0.007
Si 55.805 14.985 5.469 0 -0.002 0.005
Si 58.518 1.36 5.434 -0.011 -0.028 -0.001
Si 55.802 4.046 5.442 0.016 -0.004 0.005
Si 58.513 6.779 5.475 0.006 -0.003 -0.005
Si 55.798 9.498 5.45 -0.001 -0.005 0.003
Si 58.5 12.24 5.491 -0.003 -0.003 0.002
Si 44.911 14.968 5.411 0.002 -0.015 -0.003
Si 47.661 1.377 5.454 0.007 -0.002 0.002
Si 44.946 4.138 5.39 0.004 0.005 -0.004
Si 47.656 6.833 5.358 0 0.002 -0.002
Si 44.937 9.571 5.386 -0.01 -0.008 -0.003
Si 47.632 12.249 5.348 0.011 0.005 0.001
Si 51.73 16.326 6.762 -0.003 0 -0.008
Si 54.439 2.704 6.807 0.003 -0.006 -0.001
Si 51.725 5.444 6.794 0.001 0.002 0.001
Si 54.432 8.161 6.82 -0.012 0.007 0.002
Si 51.679 10.878 6.782 0.002 0.006 0
Si 54.436 13.61 6.815 0 -0.004 -0.001
Si 57.158 16.342 6.831 -0.005 0.002 -0.001
Si 59.854 2.719 6.835 0 0.007 -0.008
Si 57.147 5.418 6.824 -0.006 -0.008 -0.001
Si 59.856 8.15 6.858 0 0.005 -0.001
Si 57.138 10.869 6.835 -0.007 0.002 -0.002
Si 59.832 13.597 6.889 -0.011 0.004 -0.003
Si 46.278 16.324 6.772 0.007 0.005 0.005
Si 49.016 2.742 6.796 0.002 -0.005 0.009
Si 46.3 5.481 6.753 0.012 -0.005 0
Si 48.979 8.175 6.769 -0.005 0.004 -0.002
Si 46.288 10.913 6.757 -0.01 -0.004 -0.004
Si 48.994 13.603 6.735 -0.001 0 -0.003
Si 50.366 1.36 8.139 -0.001 0.007 -0.001
Si 53.073 4.075 8.16 -0.008 -0.009 -0.005
Si 50.349 6.816 8.135 0.005 0.002 -0.007
Si 53.054 9.53 8.155 0.002 -0.01 -0.001
Si 50.331 12.25 8.135 -0.011 -0.012 -0.006
Si 53.071 14.975 8.16 0.014 0.011 -0.005
Si 55.794 1.369 8.193 0.011 0.014 0.001
Si 58.5 4.077 8.21 -0.01 0 0.003
Si 55.787 6.792 8.182 -0.005 0.003 -0.007
Si 58.499 9.52 8.214 0 0.003 -0.006
Si 55.776 12.239 8.189 -0.012 0 0.002
Si 58.477 14.97 8.228 -0.009 -0.008 0
Si 44.901 1.385 8.104 -0.001 -0.002 -0.008
Si 47.637 4.109 8.131 0.009 0.013 -0.006
Si 44.906 6.826 8.108 -0.01 0.003 -0.008
Si 47.617 9.531 8.13 -0.003 -0.004 -0.002
Si 44.924 12.254 8.136 0.006 0.008 0.003
Si 47.638 14.958 8.121 -0.006 -0.01 0.001
Si 48.989 16.322 9.489 0.009 -0.004 -0.002
Si 51.708 2.719 9.517 0.011 -0.005 0
Si 48.987 5.458 9.5 -0.009 -0.006 0.002
Si 51.698 8.169 9.514 0.001 0.004 -0.002
Si 48.974 10.889 9.495 -0.003 0.002 0.005
Si 51.696 13.607 9.503 -0.005 0.003 -0.004
Si 54.426 16.324 9.54 0.005 0.002 -0.001
Si 57.138 2.725 9.573 -0.006 -0.006 0.002
Si 54.42 5.437 9.538 0.007 -0.003 -0.001
Si 57.134 8.156 9.565 -0.002 0.001 -0.004
Si 54.405 10.884 9.539 -0.009 0.004 -0.003
Si 57.121 13.6 9.575 -0.006 0.004 -0.001
Si 43.537 16.342 9.468 -0.004 0.005 -0.003
Si 46.259 2.74 9.473 0.008 0.004 -0.003
Si 43.534 5.463 9.467 -0.001 0.002 -0.003
Si 46.251 8.174 9.488 -0.003 0.004 0
Si 43.543 10.903 9.49 -0.003 0.007 0
Si 46.275 13.611 9.493 0.004 -0.009 0.002
Si 50.335 14.962 10.867 0.002 0.001 0.004
Si 53.062 1.365 10.89 0.004 0.001 -0.004
Si 50.334 4.084 10.862 0.002 0.008 -0.002
Si 53.05 6.805 10.883 -0.003 -0.004 -0.004
Si 50.331 9.534 10.864 -0.007 -0.003 -0.003
Si 53.043 12.251 10.89 0.008 -0.002 0.006
Si 55.764 14.966 10.929 -0.009 -0.005 0.003
Si 58.479 1.366 10.957 -0.003 0.009 -0.002
Si 55.774 4.091 10.922 0.003 0.003 0
Si 58.483 6.808 10.958 0 -0.002 0.002
Si 55.767 9.527 10.911 -0.004 -0.006 -0.005
Si 58.482 12.251 10.952 -0.006 0.011 -0.001
Si 44.891 14.971 10.828 0.012 -0.007 -0.005
Si 47.612 1.368 10.834 -0.012 0.001 -0.001
Si 44.883 4.09 10.833 -0.015 -0.002 -0.003
Si 47.606 6.808 10.85 0.009 0.004 -0.006
Si 44.883 9.524 10.849 -0.007 -0.008 -0.001
Si 47.612 12.24 10.86 -0.005 -0.007 0.005
Si 51.696 16.319 12.235 0.012 0.013 -0.003
Si 54.409 2.723 12.265 0.003 0.002 0
Si 51.682 5.444 12.234 0.002 -0.003 0.004
Si 54.402 8.163 12.26 -0.001 0 -0.001
Si 51.674 10.894 12.245 -0.004 -0.01 0.002
Si 54.395 13.604 12.273 -0.005 0.003 0.003
Si 57.121 16.32 12.308 0.001 -0.001 0
Si 59.824 2.721 12.342 -0.007 -0.013 -0.002
Si 57.12 5.443 12.31 -0.008 0.001 0.003
Si 59.838 8.166 12.34 -0.001 -0.002 -0.002
Si 57.114 10.888 12.297 -0.005 -0.005 -0.005
Si 59.832 13.608 12.338 0.001 -0.009 0.003
Si 46.245 16.326 12.191 -0.004 0.003 -0.008
Si 48.963 2.721 12.211 0.006 -0.004 0.001
Si 46.237 5.443 12.204 0.003 0.003 0.002
Si 48.961 8.169 12.208 -0.002 0.007 -0.004
Si 46.24 10.879 12.211 0 -0.001 0.002
Si 48.967 13.6 12.221 -0.005 -0.007 0.004
Si 50.322 17.677 13.573 0.004 -0.011 0.002
Si 53.032 4.083 13.603 -0.001 0.006 -0.001
Si 50.306 6.809 13.575 -0.01 0.007 -0.004
Si 53.034 9.53 13.602 0.008 -0.001 0.003
Si 50.307 12.25 13.61 -0.001 0.01 0.019
Si 53.034 14.965 13.628 -0.003 0 0.004
Si 55.755 17.69 13.648 -0.007 0.009 0.001
Si 58.465 4.082 13.695 0.006 -0.002 0.002
Si 55.747 6.811 13.648 0.005 -0.002 0.006
Si 58.474 9.545 13.679 -0.005 0.01 0.006
Si 55.754 12.257 13.651 -0.005 0.001 0.004
Si 58.477 14.972 13.696 -0.003 0.007 0.008
Si 44.868 17.668 13.547 0.001 0.001 0
Si 47.588 4.072 13.566 -0.009 0.002 0.012
Si 44.869 6.799 13.564 -0.01 0.004 0.002
Si 47.597 9.515 13.571 0.006 -0.02 -0.009
Si 44.863 12.237 13.553 0.008 -0.009 0.005
Si 47.591 14.96 13.559 -0.004 0.007 0.003
Si 48.967 16.301 14.918 0.002 0.007 -0.002
Si 51.664 2.718 14.947 0.001 0.003 -0.002
Si 48.936 5.447 14.924 0.013 0.005 -0.001
Si 51.658 8.17 14.94 -0.002 -0.004 -0.009
Si 48.928 10.879 14.948 -0.016 -0.013 0
Si 51.653 13.62 14.986 0.007 0.006 0.008
Si 54.398 16.323 14.993 0.002 -0.002 0
Si 57.096 2.714 15.046 0.003 -0.003 0.002
Si 54.372 5.439 14.984 -0.006 -0.004 0.005
Si 57.102 8.181 15.014 -0.005 -0.002 0.001
Si 54.37 10.898 14.983 -0.002 -0.011 -0.001
Si 57.113 13.607 15.04 0 -0.012 0.004
Si 43.501 16.318 14.919 0.003 0.007 0.002
Si 46.228 2.687 14.911 -0.003 -0.007 0.002
Si 43.503 5.423 14.906 0 0 0.005
Si 46.235 8.154 14.926 0.003 0.015 -0.005
Si 43.5 10.872 14.914 0.006 0.004 0.003
Si 46.215 13.602 14.906 -0.006 -0.007 -0.003
O -1.054 11.899 26.278 -0.266 -0.466 0.034
O 2.854 16.443 22.214 -0.1 0.107 0.436
O -1.093 4.897 24.225 0.112 -0.001 -0.084
O 2.733 11.308 25.474 -0.267 0.274 -0.162
O -0.025 8.271 22.387 -0.112 -0.17 0.488
O 3.68 11.798 23.138 -0.094 0.226 0.239
O 1.006 3.615 23.278 0.384 -0.356 0.237
O 60.586 12.949 25.224 0.183 -0.092 0.169
O 5.416 13.549 22.241 0.136 0.138 0.184
O 56.902 5.38 22.17 -0.104 0.062 0.148
O -2.152 19.787 33.348 0.018 -0.004 -0.212
O 59.073 17.688 25.456 0.518 -0.579 -0.211
O -1.692 15.249 30.317 0.344 -0.2 0.053
O 5.479 13.509 32.472 0.182 -0.387 -0.284
O 57.649 9.082 32.988 -0.148 -0.085 -0.403
O 0.746 5.2 27.548 -0.633 0.405 0.064
O 60.325 11.894 33.44 -0.076 0.048 0.056
O 59.307 5.367 24.655 -0.109 -0.551 0.178
O 6.252 8.598 23.051 0.145 -0.43 0.065
O -1.358 13.532 32.254 0.255 -0.095 -0.431
O 0.776 15.613 26.109 -0.13 0.551 -0.043
O 5.813 8.092 25.623 0.223 -0.13 -0.02
O 61.059 14.822 23.516 -0.455 0.045 0.308
O 57.149 15.237 29.702 0.029 0.642 0.19
O 6.826 4.085 32.315 0.372 -0.465 0.107
O -1.081 8.361 32.527 -0.167 0.36 -0.157
O -0.622 17.726 32.763 -0.071 -0.536 -0.034
O 61.079 15.357 26.099 -0.217 0.2 -0.195
O 63.184 6.962 23.226 -0.608 0.287 -0.076
O 3.323 9.888 27.592 0.316 0.028 -0.054
O 1.366 16.146 32.146 -0.015 -0.482 -0.349
O 59.629 2.755 22.247 0.069 0.114 0.205
O 60.773 8.926 23.122 -0.319 -0.502 -0.119
O 58.806 3.106 27.485 -0.594 -0.264 -0.12
O 6.722 10.989 32.045 0.098 0.4 -0.098
O 54.987 17.118 33.063 0.131 0.152 -0.505
O 1.697 10.066 23.321 -0.18 -0.063 0.472
O 6.676 3.743 23.277 -0.401 0.097 0.011
O 61.956 7.824 31.346 0.002 -0.014 0.326
O 2.06 3.012 27.114 0.112 -0.775 0.067
O 8.166 16.221 25.28 0.275 -0.161 0.404
O 61.694 15.696 28.611 -0.237 -0.203 0.137
O 4.488 18.378 22.944 0.439 0.467 -0.018
O 5.612 6.253 33.129 0.046 0.181 -0.461
O 3.84 3.37 25.149 -0.012 0.291 -0.25
O 6.011 18.365 25.1 0.305 -0.288 0.434
O 0.257 17.909 30.325 0.44 -0.259 -0.339
O 58.547 18.941 32.034 0.105 -0.187 -0.252
O 56.857 4.616 32.019 -0.107 0.197 -0.378
O 57.77 17.477 23.181 -0.236 -0.083 0.069
O 5.857 18.402 30.616 -0.296 -0.071 -0.123
O -0.022 13.74 27.907 0.12 0.087 0.13
O 54.353 9.558 27.137 0.068 -0.089 0.278
O 56.507 15.124 32.264 0.535 -0.408 -0.107
O 54.349 17.88 29.351 -0.203 0.076 0.18
O 59.452 14.02 29.558 0.067 0.182 -0.274
O 57.324 6.764 25.679 -0.074 0.187 0.078
O 59.492 7.222 32.283 0.078 -0.728 -0.173
O 53.398 7.184 22.963 0.177 -0.214 0.301
O -1.292 6.36 30.782 0.374 -0.124 -0.281
O 7.388 13.669 25.601 -0.262 0.106 0.241
O 2.936 14.583 24.969 0.19 -0.519 -0.177
O 61.33 4.372 23.206 0.574 0.015 -0.013
O 59.988 5.311 27.795 -0.018 0.007 -0.374
O -1.191 18.594 23.392 0.021 -0.02 0.289
O 59.045 13.646 32.114 -0.257 0.34 -0.218
O -1.232 8.948 30.039 0.488 -0.064 0.077
O 60.833 17.723 27.292 0.245 0.104 0.141
O 61.913 8.988 25.543 0.139 0.501 -0.128
O 5.03 12.357 30.136 -0.06 0.142 0.269
O 7.217 15.024 23.271 0.141 0.395 0.08
O 60.731 3.394 25.616 0.519 0.087 0.214
O -1.379 3.736 30.542 0.123 -0.023 0.208
O 9.577 12.28 23.327 -0.027 0.32 0.532
O 59.598 7.939 25.295 0.133 0.115 0.393
O 61.93 5.065 31.875 -0.274 0.024 -0.195
O 56.959 2.772 25.181 -0.016 0.373 -0.035
O 4.409 6.934 23.557 -0.28 -0.441 0.215
O 4.223 19.264 32.641 0.172 0.112 -0.286
O 62.394 15.68 32.581 0.283 0.083 -0.048
O 60.373 17.3 33.068 0.111 0.044 -0.511
O 3.061 5.393 26.462 0.219 0.209 -0.428
O 53.668 11.356 30.608 0.263 0.018 -0.607
O 57.018 10.838 22.262 0.06 0.063 0.287
O 3.166 3.342 30.301 -0.414 -0.478 -0.132
O 62.35 10.837 22.25 0.032 0.23 0.064
O 52.785 4.925 27.732 -0.048 -0.564 -0.439
O 59.812 10.518 24.941 0.046 -0.044 0.164
O 52.515 9.106 29.964 0.213 -0.145 -0.34
O 53.32 12.004 27.39 -0.06 0.235 0.352
O 2.389 4.838 32.391 0.186 0.317 -0.183
O 3.731 7.891 32.339 -0.481 -0.317 -0.277
O 34.356 6.542 30.03 -0.32 0.3 0.359
O 0.922 15.273 23.397 -0.457 0.031 0.072
O -1.727 9.222 27.522 0.583 0.235 -0.058
O 16.939 15.254 23.062 0.07 -0.298 0.34
O 54.681 4.236 29.4 0.188 0.365 -0.077
O 62.168 5.233 29.252 -0.046 -0.228 -0.334
O 58.253 7.279 23.205 0.047 0.625 0
O 3.167 14.562 33.155 -0.078 -0.077 -0.444
O 61.905 10.511 32.025 0.412 -0.133 -0.169
O 61.868 5.739 25.232 0.003 0.268 0.475
O -1.173 12.124 23.512 0.187 -0.402 0.31
O 28.248 5.106 32.511 -0.324 -0.248 -0.148
O 7.042 4.453 25.783 -0.687 0.034 0.305
O 50.887 7.295 30.853 0.063 0.351 -0.076
O 4.42 3.604 27.866 0.664 -0.473 0.04
O 41.537 13.395 29.144 0.238 -0.079 -0.589
O 55.914 10.788 31.964 0.201 -0.187 -0.417
O 63.069 13.939 25.062 0.109 0.375 0.116
O 5.86 13.981 28.21 0.082 -0.049 -0.395
O 9.696 5.135 31.512 -0.523 0.292 0.254
O 59.105 15.832 27.855 -0.275 0.189 0.008
O 5.536 15.366 25.255 -0.069 -0.094 0.274
O 0.526 6.436 33.279 -0.191 0.187 -0.246
O 15.879 17.726 27.547 -0.554 0.295 -0.4
O 60.16 6.889 29.722 -0.423 0.044 -0.096
O 4.322 10.33 31.587 -0.024 0.364 0.214
O 31.835 12.533 23.067 0.205 -0.214 0.514
O 54.287 11.296 25.078 0.46 0.11 -0.223
O 61.554 13.721 31.118 0.283 -0.393 -0.16
O 19.492 14.419 33.071 0.087 0.055 -0.595
O -0.961 11.363 28.828 0.2 0.147 0.499
O 44.372 7.128 30.136 0.326 0.221 0.217
O 55.85 19.01 27.602 0.117 -0.252 0.096
O 34.755 11.118 25.332 0.053 0.141 0.36
O 38.18 11.078 25.832 -0.183 0.23 -0.66
O 26.287 5.131 30.839 -0.149 0.009 -0.471
O 37.742 12.83 32.496 -0.209 0.113 0.066
O 56.578 18.982 30.217 0.099 -0.63 0.228
O 1.738 18.683 32.314 -0.135 0.061 0.609
O 15.091 10.674 25.005 0.2 -0.372 0.151
O 19.054 16.378 22.015 -0.074 -0.127 0.451
O 14.615 8.017 25.18 0.375 0.171 0.159
O 17.148 8.198 30.227 0.37 -0.221 0.442
O 16.472 8.235 22.118 0.164 -0.073 0.608
O 18.517 10.063 22.302 -0.118 0.265 -0.045
O 16.732 3.007 22.085 0.08 0.087 0.284
O 11.077 13.695 21.98 -0.007 0.149 0.118
O 21.951 13.682 22.219 0.199 -0.185 0.422
O 8.242 5.372 22.102 -0.097 0.079 0.306
O 13.98 19.924 33.013 0.107 0.137 -0.306
O 10.59 17.412 25.185 0.227 -0.527 -0.107
O 13.518 14.896 30.342 -0.655 0.122 -0.283
O 21.514 12.433 33.213 -0.012 -0.36 0.19
O 8.493 9.166 32.952 0.056 -0.158 -0.428
O 18.449 6.109 26.419 0.408 0.277 -0.592
O 11.262 11.773 33.318 0.193 0.08 -0.148
O 10.991 5.079 24.743 -0.1 -0.189 0.271
O 21.975 8.636 22.403 -0.319 -0.085 -0.313
O 16.73 11.795 33.06 -0.233 -0.067 -0.654
O 17.077 15.344 27.266 0.15 -0.412 -0.308
O 20.347 6.87 23.255 -0.232 -0.005 0.649
O 21.125 13.869 28.811 0.171 0.15 0.324
O 12.953 15.109 23.055 0.157 0.473 0.146
O 8.152 11.208 25.25 -0.28 -0.443 0.27
O 27.603 17.304 32.9 0.009 -0.069 -0.461
O 15.21 7.89 32.022 -0.354 0.221 -0.249
O 15.676 17.973 32.305 -0.245 -0.168 -0.26
O 12.43 14.937 25.613 -0.439 -0.006 -0.038
O 14.775 6.479 23.053 -0.213 -0.408 0.062
O 18.526 8.132 27.944 -0.11 0.203 -0.316
O 30.369 18.355 26.267 0.416 -0.154 -0.135
O 14.989 13.544 32.172 0.275 0.339 -0.428
O 7.211 11.736 27.551 -0.36 0.192 -0.033
O 10.966 2.651 22.198 -0.033 -0.016 0.442
O 12.114 8.846 22.957 -0.149 -0.542 -0.032
O 10.599 19.226 27.092 -0.467 -0.295 0.247
O 23.403 10.886 32.215 0.185 -0.14 -0.464
O 12.925 12.465 30.98 0.059 0.195 -0.276
O 8.189 13.703 0.002 -0.041 -0.165 -0.384
O 33.435 12.6 27.094 0.283 -0.043 0.519
O 22.671 3.816 23.044 -0.298 0.053 0.125
O 12.872 10.112 32.14 0.179 -0.62 -0.01
O 16.896 16.915 25.176 0.38 0.178 0.041
O 25.712 16.69 24.966 -0.037 -0.453 0.22
O 13.758 15.265 27.85 0.268 -0.184 -0.285
O 20.627 18.188 22.872 0.252 0.333 0.029
O 22.166 6.398 33.117 0.148 -0.111 -0.387
O 19.886 3.539 27.503 0.205 -0.139 -0.174
O 21.938 18.423 25.049 0.165 -0.148 0.513
O 16.873 17.769 30.007 0.357 -0.208 -0.357
O 9.717 18.871 31.943 0.002 -0.068 -0.303
O 40.931 11.679 22.978 -0.63 0.377 0.154
O 19.68 11.788 28.846 0.238 -0.401 0.461
O 9.24 17.073 22.986 -0.483 -0.561 0.144
O 45.517 7.003 27.786 0.059 -0.572 0.095
O 18.363 12.203 26.776 0.216 0.033 -0.28
O 7.281 9.123 27.678 0.347 -0.098 -0.162
O 7.44 15.318 32.726 0.429 -0.06 -0.234
O 14.343 17.274 29.541 -0.601 0.212 0.44
O 48.798 19.362 29.787 -0.301 0.299 0.317
O 23.372 12.336 24.821 -0.287 0.022 0.192
O 11.056 14.946 27.789 0.04 0.29 0.45
O 8.841 4.745 27.688 -0.391 -0.104 0.554
O 10.435 7.5 32.211 0.077 0.333 -0.342
O 51.531 5.676 21.968 -0.236 0.02 0.148
O 16.164 5.517 27.759 0.104 0.27 0.027
O 25.812 14.923 27.571 -0.001 0.441 -0.601
O 18.944 13.889 24.733 -0.183 0.004 -0.193
O 12.828 4.271 23.065 0.557 0.109 0.042
O 40.31 11.116 29.434 -0.563 -0.247 0.13
O 15.683 12.22 22.878 0.35 0.031 0.037
O 13.857 13.015 24.561 -0.382 -0.43 0.265
O 11.549 6.485 30.075 -0.244 0.184 -0.087
O 27.427 18.765 24.566 -0.08 -0.113 -0.25
O 14.876 15.408 24.752 -0.036 -0.171 0.49
O 12.559 7.828 28.131 -0.417 0.2 -0.225
O 14.702 8.151 29.479 -0.075 0.142 -0.338
O 22.47 9.259 27.234 -0.176 0.249 -0.151
O 12.649 9.821 25.323 -0.326 0.563 0.245
O 18.313 11.309 24.47 -0.227 -0.344 0.216
O 22.213 11.254 28.991 -0.034 0.06 0.676
O 20.167 16.359 24.728 -0.291 -0.16 0.117
O 12.518 3.022 25.371 0.646 0.008 -0.079
O 15.327 3.462 29.216 -0.178 0.004 -0.137
O 6.11 10.185 29.597 -0.23 -0.442 -0.116
O 11.205 7.671 25.207 0.381 0.052 0.406
O 12.195 5.454 32.32 0.264 -0.033 -0.182
O 8.518 18.845 24.781 0.262 0.446 0.001
O 20.149 9.361 24.22 -0.028 0.118 0.652
O 20.706 19.169 32.219 0.168 0.267 -0.235
O 5.32 15.856 31.288 -0.176 -0.045 0.258
O 11.282 17.062 32.977 0.119 -0.069 -0.518
O 10.173 9.911 24.337 -0.089 -0.251 -0.068
O 17.459 3.736 26.347 -0.526 -0.261 -0.359
O 19.751 14.905 26.882 -0.387 0.09 -0.107
O 8.088 10.353 22.72 0.277 0.068 0.006
O 19.399 3.579 30.07 -0.239 -0.369 -0.253
O 13.687 10.794 22.08 0.024 0.059 0.256
O 21.59 14.234 25.096 0.453 0.205 -0.34
O 20.459 11.71 23.064 0.031 0.118 0.546
O 61.959 10.353 29.382 -0.171 0.38 -0.511
O 24.96 9.074 33.155 0.173 0.077 -0.603
O 18.841 4.785 32.344 0.29 0.286 -0.369
O 20.556 8.328 32.284 0.092 -0.188 -0.408
O 8.438 14.831 28.212 -0.176 0.45 0.051
O 44.394 14.213 27.847 -0.317 -0.051 -0.072
O 37.581 8.5 32.133 0.001 0.465 0.059
O 47.397 13.429 32.17 -0.019 -0.339 -0.307
O 48.495 14.799 27.649 0.392 -0.048 -0.25
O 22.211 7.932 24.91 0.654 -0.162 0.05
O 9.871 6.975 23.191 0.343 0.306 0.066
O 23.856 10.279 23.186 -0.208 -0.064 0.234
O 18.403 17.704 27.147 0.491 -0.307 0.352
O 13.579 5.524 25.201 0.069 -0.062 0.336
O 46.108 16.32 22.1 -0.138 -0.023 0.344
O 23.819 15.375 23.217 0.047 -0.093 0.305
O 24.066 3.686 25.222 -0.053 0.579 -0.338
O 24.19 11.299 27.369 -0.3 0.52 -0.067
O 45.35 4.137 22.973 0.216 0.042 0.039
O 18.63 10.132 32.337 -0.169 -0.208 -0.297
O 22.263 17.198 33.035 0.188 0.173 -0.373
O 17.517 10.409 28.732 -0.406 -0.089 0.174
O 23.476 13.99 26.938 0.235 0.259 -0.141
O 19.624 5.832 28.774 -0.24 0.112 0.346
O 11.35 5.407 27.723 -0.158 0.332 -0.521
O 43.672 12.417 32.255 0.252 -0.133 -0.022
O 16.871 6.351 33.157 0.098 0.117 -0.506
O 33.654 5.965 25.033 -0.294 0.236 -0.519
O 51.943 16.883 26.629 0.264 0.086 0.311
O 20.971 10.822 31.335 0.055 0.166 -0.405
O 33.239 15.193 27.609 0.197 -0.01 0.205
O 7.162 14.19 30.425 0.156 -0.274 0.037
O 12.687 14.681 32.645 -0.2 -0.22 0.019
O 15.929 15.169 29.52 -0.006 -0.197 0.603
O 18.811 5.077 22.146 0.084 -0.133 0.332
O 44.644 9.269 28.569 0.222 -0.046 0.201
O 29.438 15.571 32.083 0.106 0.417 -0.356
O 17.204 13.031 28.858 -0.663 -0.152 0.187
O 52.758 7.396 26.877 -0.431 0.23 -0.062
O 14.355 9.576 27.286 0.23 0.183 0.146
O 8.878 6.365 25.577 -0.251 0.421 -0.2
O 7.977 3.526 30.176 -0.071 -0.122 -0.648
O 18.187 18.645 32.078 -0.235 0.159 0.338
O 32.16 10.65 25.793 -0.03 0.454 -0.174
O 35.313 16.249 22.14 -0.142 0.064 0.39
O 31.865 4.014 25.31 -0.131 0.026 -0.314
O 31.53 10.288 29.011 -0.081 0.591 0.351
O 32.542 8.231 22.168 -0.04 -0.125 0.213
O 35.973 12.071 23.093 -0.221 0.176 0.347
O 35.309 8.061 25.344 0.023 0.181 0.429
O 27.221 13.745 21.985 -0.005 -0.207 0.181
O 37.988 13.597 22.272 0.023 -0.109 0.449
O 24.492 5.426 22.08 0.135 -0.113 0.178
O 30.323 19.943 32.992 -0.148 0.133 -0.392
O 30.096 14.575 29.725 -0.038 0.083 -0.121
O 13.692 5.474 28.763 -0.005 -0.481 -0.1
O 3.064 5.529 29.041 -0.061 0.364 0.306
O 34.523 6.795 27.36 0.44 -0.022 0.125
O 27.424 11.668 33.332 -0.182 -0.149 -0.114
O 26.912 4.999 24.536 -0.474 -0.255 0.141
O 38.299 8.148 21.946 -0.089 -0.03 0.318
O 35.169 10.236 32.323 0.463 -0.099 0.054
O 34.156 17.61 27.271 -0.179 0.193 -0.005
O 38.052 8.453 25.319 0.133 -0.277 0.015
O 36.596 13.729 29.379 -0.039 0.07 0.156
O 28.701 15.672 22.79 -0.204 0.244 0.325
O 25.561 10.919 25.222 0.392 -0.258 -0.271
O 40.759 4.749 32.654 0.112 0.115 0.081
O 30.865 7.428 31.865 0.06 0.12 0.001
O 31.818 18.013 31.901 0.042 -0.274 -0.129
O 29.855 16.102 25.101 0.351 -0.341 0.192
O 30.351 6.901 22.923 0.11 -0.44 0.249
O 33.869 10.118 27.724 0.599 -0.375 -0.102
O 33.923 4.031 23.462 0.116 -0.101 0.072
O 31.253 13.63 31.942 0.078 0.01 -0.466
O 34.937 16.762 32.064 0.022 0.015 -0.33
O 27.171 2.598 21.788 -0.195 -0.057 0.311
O 28.529 8.911 22.843 -0.287 -0.209 0.177
O 27.916 17.145 26.509 -0.124 -0.3 0.377
O 39.524 10.956 32.13 -0.067 -0.237 -0.275
O 28.648 9.923 31.82 0.109 -0.208 -0.216
O 41.861 14.159 31.791 -0.276 0.101 0.208
O 34.044 10.207 22.998 -0.501 -0.03 0.368
O 39.084 3.967 23.332 -0.531 0.07 0.238
O 42.986 7.36 32.323 -0.251 0.286 -0.143
O 32.744 5.271 28.436 0.362 -0.346 -0.483
O 40.46 9.222 22.828 0.403 -0.377 0.243
O 30.076 16.227 27.711 0.028 0.286 0.416
O 37.183 17.811 23.047 0.12 0.42 -0.059
O 38.707 6.419 33.137 0.119 0.089 -0.536
O 35.944 18.041 25.324 -0.266 -0.07 -0.184
O 38.622 18.377 25.09 0.079 0.022 0.582
O 34.04 18.975 31.07 0.038 0.529 -0.012
O 25.839 19.148 32.111 -0.094 -0.009 -0.511
O 26.956 11.437 30.464 -0.311 -0.153 -0.095
O 36.711 11.643 27.868 -0.146 -0.388 -0.049
O 25.86 16.684 22.377 0.431 -0.558 0.103
O 24.25 14.276 29.581 0.439 -0.146 -0.064
O 37.468 15.985 24.998 -0.346 -0.114 -0.115
O 23.479 6.843 26.893 -0.107 -0.182 0.134
O 23.846 15.043 32.308 0.241 -0.326 0.054
O 53.209 6.482 29.834 0.471 0.303 -0.309
O 26.618 7.204 32.385 -0.19 0.172 -0.328
O 22.452 18.214 29.719 -0.468 0.102 0.466
O 44.8 11.665 27.218 0.06 -0.356 -0.544
O 25.866 7.096 25.706 -0.206 0.261 -0.008
O 36.119 9.055 30.097 0 0.054 -0.6
O 37.89 15.834 30.111 -0.211 -0.095 0.238
O 36.669 7.003 23.43 0.127 -0.52 0.553
O 50.182 4.103 23.429 -0.468 -0.059 0.528
O 37.298 13.493 26.047 -0.528 -0.193 -0.08
O 28.842 4.093 22.971 0.469 0.18 0.188
O 45.375 10.476 24.626 -0.127 0.179 0.345
O 47.738 9.512 23.864 -0.438 -0.219 -0.127
O 36.287 19.096 27.647 0.571 0.12 -0.316
O 30.71 5.482 30.055 -0.077 -0.161 0.36
O 26.144 13.427 32.033 -0.382 0.359 -0.28
O 30.573 17.495 22.937 -0.402 0.215 0.197
O 25.642 7.343 28.305 0.348 -0.157 0.552
O 0.52 13.339 24.981 0.394 -0.325 0.129
O 50.257 9.27 23.271 0.76 0.213 0.344
O 30.497 8.892 24.563 0.37 0.485 0.003
O 10.45 3.651 29.541 0.257 -0.062 0.052
O 3.878 16.953 29.457 -0.105 0.322 0.057
O 46.476 13.606 26.442 0.435 -0.336 -0.298
O 31.188 15.001 23.142 -0.012 -0.018 -0.41
O 46.557 16.267 26.64 0.055 0.228 -0.231
O 43.297 12.739 22.77 0.353 -0.267 -0.154
O 28.361 7.188 24.712 0.108 -0.009 0.463
O -0.418 19.262 28.222 -0.35 -0.159 -0.103
O 23.963 17.974 23.517 0.195 0.085 -0.066
O 36.463 9.678 23.747 0.548 0.123 -0.323
O 36.258 19.017 32.604 -0.298 0.607 -0.184
O 33.023 17.033 29.59 -0.06 -0.358 0.084
O 25.849 18.732 26.679 0.144 0.097 0.321
O 24.259 9.438 29.174 -0.097 -0.278 0.74
O 35.133 11.573 30.01 -0.605 0.288 -0.242
O 37.656 15.518 27.587 0.013 0.411 0.021
O 2.194 7.561 27.762 -0.514 0.219 -0.188
O 46.566 7.547 25.423 -0.429 0.45 0.098
O 29.985 10.928 22.107 0.053 0.054 0.605
O 25.309 4.974 27.178 0.196 -0.201 0.507
O 28.92 10.259 29.163 -0.201 0.403 -0.254
O 45.062 3.377 25.509 0.513 0.04 0.38
O 22.294 15.719 30.483 -0.535 0.122 0.48
O 35.063 5.04 32.041 0.134 -0.182 -0.052
O 6.492 16.391 29.047 0.206 0.287 -0.54
O 33.709 14.384 22.972 0.269 -0.19 0.361
O 39.762 15.238 23.22 -0.112 0.141 0.011
O 35.399 15.957 28.927 -0.006 -0.12 0.286
O 21.785 4.358 29.21 0.014 0.491 0.024
O 44.604 17.884 27.231 -0.187 -0.206 0.313
O 26.24 7.103 23.103 0.227 0.672 0.065
O 35.912 14.603 33.049 0.119 -0.164 -0.565
O 57.592 13.666 27.706 -0.051 -0.105 0.214
O 39.389 13.19 30.516 0.064 0.684 0.081
O 31.845 19.429 29.681 -0.345 -0.175 -0.051
O 54.967 6.262 32.989 -0.03 -0.025 -0.357
O 50.568 6.264 27.86 0.107 0.512 0.335
O 42.486 10.445 30.904 -0.319 -0.193 0.42
O 10.073 13.134 29.419 0.379 0.229 0.22
O 33.125 11.921 32.866 -0.057 0.137 -0.465
O 9.325 12.582 31.836 -0.611 0.306 -0.351
O 44.274 5.708 24.751 -0.245 -0.19 0.249
O 55.161 3.593 22.982 0.239 -0.01 0.393
O 40.133 4.014 25.904 -0.295 0.625 0.009
O 28.479 14.197 27.537 0.125 -0.246 -0.386
O 39.575 14.666 25.801 0.257 -0.562 0.328
O 33.018 6.347 32.95 -0.198 -0.101 -0.339
O 46.919 5.1 24.795 0.456 -0.415 0.239
O 48.777 4.251 27.641 -0.227 -0.16 -0.655
O 45.534 16.353 29.04 0.16 0.361 0.192
O 23.514 16.309 28.185 0.063 0.386 -0.469
O 49.798 5.433 32.314 -0.236 -0.361 0.14
O 36.334 18.222 30.155 0.051 -0.576 -0.171
O 31.061 13.771 27.429 -0.201 -0.471 0.036
O 30.346 9.145 27.053 -0.349 -0.048 -0.279
O 52.77 9.431 24.207 -0.662 -0.157 0.259
O 23.516 3.116 27.675 -0.248 -0.147 -0.248
O 55.382 7.086 27.452 0.213 0.228 0.597
O 32.664 7.95 28.682 -0.25 -0.129 -0.162
O 40.244 7.047 27.714 -0.577 -0.408 -0.157
O 35.826 4.413 29.593 -0.168 0.141 -0.292
O 24.29 3.691 30.071 0.33 0.046 -0.257
O 51.603 10.43 32.109 0.046 -0.415 -0.093
O 58.598 4.249 29.922 0.501 0.023 0.014
O 51.647 16.352 22.1 0.164 0.094 0.408
O 43.866 8.243 25.145 0.283 0.06 0.591
O 48.056 6.648 27.39 0.222 0.076 -0.383
O 48.77 8.065 21.667 -0.076 -0.007 0.057
O 52.633 11.669 22.904 -0.223 0.017 0.113
O 47.214 9.078 27.422 -0.308 0.102 0.596
O -1.473 7.178 25.82 0.402 -0.017 -0.009
O 54.262 13.549 22.167 0.118 0.145 0.139
O 40.827 5.44 22.122 -0.053 -0.082 0.358
O 46.694 3.747 32.99 -0.029 -0.002 -0.387
O 49.722 15.024 23.093 -0.218 -0.436 0.317
O 45.55 14.065 30.272 -0.239 -0.662 -0.19
O 54.306 12.662 32.743 0.336 0.057 0.167
O 41.194 9.123 33.109 -0.117 -0.023 -0.274
O 48.449 7.548 31.904 -0.015 0.303 -0.433
O 44.94 10.252 32 0.151 -0.467 -0.437
O 46.777 9.034 33.14 -0.022 -0.003 -0.346
O 55.108 9.186 22.952 -0.011 -0.115 0.171
O 49.487 11.883 32.902 -0.044 -0.067 -0.371
O 49.248 10.521 28.066 0.128 -0.394 0.27
O 4.068 9.441 24.245 0.159 0.183 0.004
O 50.723 12.63 27.529 -0.422 0.419 -0.016
O 44.256 14.992 23.259 0.267 0.151 0.498
O 13.106 10.194 29.485 0.261 0.379 -0.382
O 52.738 4.005 23.841 0.198 0.32 -0.179
O 45.027 5.652 32.192 0.361 0.168 -0.444
O 48.283 18.182 32.125 -0.165 -0.58 -0.022
O 20.825 7.218 26.953 -0.108 -0.204 -0.247
O 46.79 6.744 22.823 -0.466 0.101 0.111
O 15.327 17.383 23.1 -0.639 0.25 0.305
O 55.964 13.962 25.645 -0.42 -0.285 -0.312
O 20.856 16.513 28.553 -0.344 0.359 -0.038
O 50.608 15.816 32.026 -0.214 0.159 -0.123
O 43.489 2.645 21.963 0.028 0.271 0.354
O 42.722 10.264 24.095 0.098 0.399 0.095
O 43.476 17.73 24.77 0.403 -0.197 -0.448
O 17.623 16.142 32.112 0.008 -0.317 -0.427
O 39.125 12.752 27.822 -0.018 0.159 -0.286
O 38.357 17.529 33.268 0.205 -0.08 -0.046
O 48.069 15.071 24.985 -0.059 -0.415 0.024
O 49.423 9.193 25.844 0.426 0.062 0.215
O 51.121 2.853 25.576 0.081 0.045 0.171
O 49.918 16.893 25.068 -0.014 -0.13 0.052
O 56.722 16.475 25.384 0.259 -0.082 0.23
O 43.247 15.298 29.898 -0.107 0.255 0.081
O 53.451 17.916 23.1 -0.179 -0.223 0.325
O 40.618 3.878 30.274 -0.112 0.39 -0.272
O 12.317 17.212 27.016 0.571 0.293 0.362
O 54.395 18.947 25.338 -0.213 -0.487 0.59
O 49.72 17.11 30.077 -0.17 -0.204 -0.606
O 42.332 19.089 32.004 0.046 -0.334 -0.53
O 3.53 14.321 29.403 -0.141 -0.146 0.421
O 26.582 12.425 27.231 0.393 -0.03 -0.259
O 42.04 16.931 22.704 0.028 -0.4 0
O 50.432 14.75 29.512 0.494 -0.366 -0.152
O 48.871 7.133 24.321 0.599 -0.387 -0.004
O 40.377 9.995 25.217 0.458 -0.004 0.222
O 39.247 9.39 27.491 -0.066 0.33 0.105
O 47.268 12.068 23.432 0.154 0.601 0.396
O 42.771 5.155 30.95 0.239 0.057 -0.583
O 40.479 18.894 28.078 -0.23 -0.503 -0.402
O 44.125 13.324 25.314 0.14 -0.233 0.005
O 51.399 5.47 25.508 -0.025 0.257 -0.11
O 47.66 11.129 25.894 0.035 0.527 0.116
O 2.71 5.38 22.397 0.208 -0.181 0.381
O 32.658 8.139 25.906 0.066 -0.26 -0.102
O 63.065 17.772 29.533 -0.333 0.349 0.288
O 53.747 15.657 28.018 0.366 -0.303 -0.033
O 19.404 18.901 25.071 -0.078 0.376 -0.195
O 51.75 11.76 25.319 -0.635 0.015 -0.141
O 25.385 12.346 23.066 0.165 0.119 0.454
O 48.19 17.217 23.211 0.182 0.508 0.231
O 28.717 13.142 31.41 0.261 -0.375 0.064
O 3.641 17.1 25.062 -0.459 0.147 0.048
O 16.441 12.961 25.209 0.046 0.539 0.054
O 16.173 5.829 25.172 0.479 -0.062 -0.093
O 44.506 11.589 29.796 0.634 0.656 0.055
O 32.471 14.09 25.24 0.13 0.016 0.188
O 5.463 4.587 30.072 0.051 0.416 -0.052
O 60.024 11.748 30.519 -0.292 -0.095 -0.365
O 3.77 15.657 27.202 0.511 -0.033 -0.065
O 42.555 2.99 26.506 0.182 0.144 -0.136
O 1.535 15.823 28.606 -0.224 0.064 0.175
O 59.002 12.373 23.172 0.098 0.505 0.085
O 42.553 10.662 28.272 -0.398 0.213 -0.74
O 61.8 7.298 27.643 0.127 -0.081 -0.116
O 41.113 18.901 24.047 0.006 0.11 -0.135
O 34.327 3.611 26.049 0.195 0.401 0.491
O 53.344 18.688 31.946 0.205 -0.141 -0.512
O 41.682 4.961 27.821 0.338 -0.134 0.339
O 46.116 15.742 32.165 0.034 0.38 -0.234
O 44.072 17.35 32.905 -0.091 0.037 -0.4
O 22.543 13.074 31.016 -0.222 -0.004 -0.222
O 54.146 15.855 25.42 -0.233 0.441 -0.148
O 50.697 18.903 31.671 -0.108 -0.165 0.24
O 52.212 4.057 30.16 -0.286 0.045 -0.241
O 46.043 10.709 21.74 -0.083 0.077 -0.124
O 40.641 15.638 29.816 -0.022 0.158 -0.546
O 19.513 9.176 30.056 0.616 -0.231 -0.124
O 54.657 15.473 30.451 -0.209 0.087 0.099
O 1.308 11.55 27.61 0.19 -0.307 0.465
O 52.124 4.401 32.806 0.629 0.066 0.138
O 53.153 7.856 32.095 0.082 0.417 -0.278
O 8.543 10.955 29.602 0.048 -0.116 0.17
O -1.018 16.125 27.941 -0.087 0.373 -0.365
O 3.846 12.393 27.655 0.264 0.066 -0.544
O 52.316 14.237 26.281 -0.106 0.052 -0.197
O 47.928 15.056 30.24 0.029 0.422 -0.034
O 42.556 6.998 23.187 -0.183 0.066 0.105
O 26.79 8.952 30.014 -0.108 -0.442 0.181
O 52.347 14.397 33.16 0.055 -0.02 -0.446
O 49.651 18.103 27.433 -0.002 -0.302 0.333
O 52.304 16.493 30.096 0.141 0.193 -0.083
O 6.968 6.541 27.372 0.04 -0.175 0.421
O 55.734 15.273 23.338 0.364 0.24 0.175
O 55.586 4.836 26.084 -0.58 0.009 -0.546
O 15.758 5.903 30.3 0.313 -0.454 0.573
O 41.038 8.741 29.457 0.416 -0.215 0.359
O 26.299 9.799 27.541 0.669 0 -0.205
O 41.939 6.54 25.703 -0.507 0.181 -0.12
O -0.06 3.177 25.7 -0.084 -0.49 0.224
O 10.881 10.881 30.562 -0.203 -0.525 0.08
O 47.096 18.402 28.068 -0.344 -0.055 0.038
O 36.832 6.514 30.723 0.26 -0.262 0.001
O 29.216 4.228 25.508 0.06 0.586 0.406
O 32.458 2.633 22.006 -0.105 -0.015 0.205
O 55.941 11.727 27.06 0.216 -0.24 0.337
O 55.774 13.103 30.646 0.303 -0.209 -0.249
O 38.537 8.051 29.609 0.003 -0.23 0.143
O 21.479 12.262 26.762 -0.103 -0.152 -0.289
O 39.512 17.851 30.392 0.059 0.257 0.479
O 26.979 13.836 29.557 -0.288 0.517 0.07
O 48.858 12.741 29.32 -0.574 -0.297 0.095
O 1.903 9.797 32.18 -0.437 0.045 -0.517
O 30.551 4.216 27.689 -0.243 0.3 0.217
O 62.618 16.553 22.449 -0.02 0.111 0.346
O 51.128 11.339 29.748 0.136 0.22 -0.19
O 59.927 9.276 30.747 -0.503 0.057 0.002
O 0.408 11.776 33.079 0.132 0.087 -0.352
O 42.906 7.306 27.987 -0.044 0.474 -0.115
O 37.619 11.397 30.324 -0.102 -0.326 -0.036
O 28.487 6.739 30.624 -0.299 0.344 -0.569
O 58.016 12.289 25.559 -0.033 -0.164 -0.097
O 48.889 5.937 29.817 -0.525 -0.406 -0.006
O 33.588 9.595 30.394 -0.23 -0.078 0.536
O 30.188 8.021 29.387 0.084 -0.298 -0.392
O 41.13 16.552 25.115 -0.33 0.022 0.463
O 54.655 7.864 25.134 0.663 -0.318 -0.186
O 4.869 7.914 28.103 0.049 -0.097 0.161
O 24.12 4.801 32.365 0.023 0.146 -0.285
O 18.717 15.083 29.272 -0.003 0.289 0.597
O 3.039 8.718 29.95 -0.259 -0.068 0.026
O 38.257 3.473 29.198 0.02 0.334 -0.128
O 39.628 15.763 32.1 0.218 -0.437 -0.272
O 9.516 12.889 26.869 0.414 -0.145 -0.409
O 44.488 8.894 22.721 -0.048 -0.722 0.196
O 41.87 14.187 24.406 -0.303 -0.459 0.154
O 57.36 5.352 27.923 -0.112 0.198 0.112

Results
total energy: -406617.636 eV
total energy less fixed offsets of O -438.35, Si -107.03 eV per atom: -4.836 eV
